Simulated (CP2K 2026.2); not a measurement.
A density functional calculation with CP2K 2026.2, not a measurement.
Periodic cell of 2016 atoms, Si1440O576, from a study of silicon, its oxide and their interface. The atomic structure is a simulated model.
Doubt: the forces sum to 3.56 eV/angstrom along one axis rather than to zero, so they err by at least 0.0018 eV/angstrom per atom on average; the grid cutoff is modest.

Settings
functional: PBE
method: Gaussian and plane waves
basis set: DZVP-MOLOPT-SR-GTH
pseudopotentials: GTH-PBE
grid cutoff: 300 Ry, relative cutoff 40 Ry
k points: Gamma only
occupations: fixed
spin: none
net charge: 0

Cell vectors (angstrom)
a 65.28 0 0
b 0 16.32 0
c -8.1977 3.3927 33.4359

Atoms and the computed forces on them: element, x, y, z (angstrom), force x, y, z (eV/angstrom)
Si 1.613 -1.66 0.236 -0.067 -0.082 0.71
Si 4.076 1.107 0.194 -0.177 0.247 0.652
Si 0.961 4.366 0.045 0.235 -0.196 0.64
Si 4.266 6.441 -0.167 -0.321 0.414 0.642
Si 1.04 -6.62 0.226 0.115 -0.037 0.682
Si 3.835 -3.813 0.058 0.045 -0.194 0.629
Si 6.421 -1.037 -0.06 0.388 -0.378 0.652
Si 9.659 1.213 -0.02 -0.106 0.111 0.702
Si 6.517 4.177 0.021 0.296 -0.23 0.693
Si 9.23 7.015 0.081 0.116 -0.159 0.685
Si 7.061 9.281 0.019 -0.221 0.12 0.715
Si -6.522 -4.271 0.284 -0.187 0.045 0.689
Si -4.38 -1.148 0.126 0.33 -0.272 0.649
Si -1.663 1.613 -0.004 0.132 -0.158 0.706
Si -3.933 3.799 0.076 -0.052 0.165 0.723
Si -1.303 6.611 0.129 -0.194 0.19 0.651
Si -4.46 -6.599 0.237 0.157 -0.106 0.774
Si -1.165 -4.41 0.018 -0.17 0.159 0.715
Si 2.662 -0.085 1.588 0.012 -0.005 -0.039
Si 5.313 2.704 1.375 0.007 -0.014 -0.003
Si 2.641 5.457 1.27 0.013 0.004 -0.033
Si 5.34 8.137 1.171 -0.016 -0.02 -0.045
Si 2.66 -5.4 1.389 0.004 0.003 -0.061
Si 5.397 -2.665 1.349 0.004 0.007 -0.04
Si 8.169 -0.087 1.255 -0.045 0.007 -0.037
Si -5.449 2.723 1.502 0.038 -0.008 -0.046
Si 8.087 5.377 1.324 -0.001 -0.007 -0.032
Si -5.569 8.155 1.563 -0.014 0.007 -0.049
Si 8.173 10.91 1.282 0.016 0.013 -0.07
Si -5.394 -2.716 1.563 -0.015 0.002 -0.028
Si -2.733 -0.005 1.352 -0.003 0.018 -0.054
Si -0.093 2.723 1.356 -0.018 0.014 -0.04
Si -2.829 5.404 1.422 0.031 -0.017 -0.047
Si -0.129 8.14 1.48 0.007 -0.024 -0.04
Si -2.778 -5.453 1.415 0.009 0 -0.045
Si -0.048 -2.825 1.387 -0.001 -0.003 -0.05
Si 1.25 1.359 2.759 -0.018 0.013 0.012
Si 3.957 4.085 2.706 -0.02 0.012 0.033
Si 1.337 6.804 2.734 0 -0.015 0.044
Si 4.036 9.486 2.638 0.006 -0.002 0.017
Si 1.305 -4.11 2.821 0.018 0.007 0.022
Si 4.091 -1.394 2.865 -0.004 -0.034 0.034
Si 6.779 1.326 2.649 0.009 -0.017 -0.011
Si 9.439 4.075 2.734 0.005 -0.002 0.003
Si 6.677 6.781 2.635 0.012 0.016 0.035
Si 9.443 9.572 2.768 -0.023 0.009 0.018
Si 6.758 12.23 2.641 -0.013 -0.015 0.007
Si -6.869 -1.348 2.801 0.011 0.02 0.005
Si -4.082 1.322 2.814 0.015 -0.002 0.038
Si -1.418 4.073 2.786 -0.009 -0.008 0.042
Si -4.155 6.771 2.812 0.015 0.005 0.004
Si -1.474 -6.824 2.828 0.001 0.025 0.026
Si -4.029 -4.074 2.872 -0.008 -0.032 0.024
Si -1.382 -1.384 2.716 0.012 0.007 0.006
Si -0.068 -0.016 4.129 -0.008 -0.016 0.015
Si 2.633 2.721 4.101 0.021 0.004 0.005
Si -0.024 5.436 4.118 -0.011 -0.007 -0.002
Si 2.688 8.171 4.083 -0.004 0 0.005
Si -0.06 -5.474 4.166 0.006 0.006 -0.01
Si 2.671 -2.743 4.169 -0.003 0.009 -0.001
Si 5.451 0.016 4.12 0.017 0.001 0.003
Si 8.075 2.697 4.061 -0.01 0.012 0.011
Si 5.342 5.443 4.054 0.001 0.01 0.003
Si 8.039 8.151 4.034 -0.002 0.006 -0.019
Si 5.39 10.858 4.018 -0.01 0.009 -0.003
Si 8.119 -2.757 4.034 0.029 0.002 0.003
Si -5.471 -0.013 4.168 0.009 0.007 0.002
Si -2.747 2.704 4.175 -0.003 0 -0.01
Si -5.515 5.424 4.164 -0.019 -0.005 0.003
Si -2.795 8.127 4.191 0.008 -0.007 0.005
Si -5.44 -5.432 4.216 0 0.004 -0.015
Si -2.695 -2.698 4.19 0.012 0.003 0.013
Si 1.385 -1.341 16.518 -0.004 -0.008 -0.003
Si 4.095 1.407 16.462 -0.001 0 -0.004
Si 1.38 4.071 16.542 -0.014 0.002 0.005
Si 4.127 6.811 16.514 0.012 0.002 0.002
Si 1.406 -6.811 16.477 0.006 -0.003 -0.015
Si 4.131 -4.058 16.497 0.011 0.003 0.007
Si 6.822 -1.334 16.392 -0.019 0.01 -0.012
Si -6.791 1.345 16.515 0 0 -0.01
Si 6.805 4.125 16.425 0.002 -0.017 -0.009
Si -6.807 6.805 16.501 0.003 -0.007 -0.002
Si 6.831 9.534 16.452 0.016 -0.008 -0.008
Si -6.802 -4.006 16.476 -0.004 0.004 -0.008
Si -4.07 -1.341 16.55 0.008 -0.017 -0.001
Si -1.318 1.366 16.566 0.004 0.005 0.008
Si -4.05 4.062 16.503 -0.01 0.004 -0.006
Si -1.304 6.787 16.49 0.006 0.009 -0.011
Si -4.027 9.543 16.454 0.004 -0.008 -0.01
Si -1.348 -4.051 16.497 0.003 -0.006 -0.01
Si 2.733 0.077 17.854 0.007 0.007 -0.018
Si 5.486 2.75 17.82 -0.013 0.009 -0.001
Si 2.764 5.438 17.881 0.003 -0.005 0.005
Si 5.504 8.191 17.89 -0.017 -0.002 -0.001
Si 2.804 -5.488 17.84 -0.008 -0.013 -0.03
Si 5.508 -2.65 17.831 0.006 -0.005 0.004
Si 8.202 0.015 17.737 -0.006 0.018 -0.007
Si -5.431 2.716 17.864 0.013 -0.001 0.008
Si 8.154 5.548 17.744 -0.024 0.013 -0.017
Si -5.368 8.163 17.782 -0.012 0.003 0.01
Si 8.25 10.881 17.778 -0.005 -0.022 0.015
Si -5.468 -2.676 17.921 -0.016 0.001 0.009
Si -2.695 0.008 17.928 -0.007 0.013 0.021
Si 0.053 2.705 17.981 0.011 -0.01 -0.012
Si -2.639 5.393 17.844 -0.001 -0.003 -0.001
Si 0.04 -8.153 17.852 0.013 -0.006 0.011
Si -2.729 -5.389 17.857 0.001 -0.005 0.008
Si 0.029 -2.724 17.877 0.004 0.009 0.009
Si 1.445 1.359 19.387 -0.018 0.012 0.011
Si 4.152 4.083 19.247 -0.018 -0.007 -0.033
Si 1.415 6.824 19.238 -0.002 -0.005 -0.027
Si 4.156 -6.786 19.304 -0.003 0.006 0.002
Si 1.419 -4.153 19.153 -0.023 -0.018 -0.018
Si 4.136 -1.231 19.172 0.041 0.018 -0.022
Si 6.892 1.39 19.142 -0.012 -0.008 -0.025
Si -6.83 4.082 19.176 -0.005 -0.002 -0.017
Si 6.903 6.885 19.282 0.036 -0.013 0.009
Si -6.717 9.644 19.001 0.026 0.025 -0.049
Si 6.926 -4.033 19.131 -0.001 0.008 -0.021
Si 9.593 -1.342 19.064 -0.002 0.003 0
Si -4.097 1.373 19.283 0.011 -0.006 -0.018
Si -1.344 4.059 19.329 -0.02 0.005 0.006
Si -4.01 6.761 19.136 -0.001 0.015 -0.028
Si -1.354 -6.768 19.164 0.009 0.018 -0.025
Si -4.103 -4.042 19.263 0.016 -0.02 -0.018
Si -1.309 -1.363 19.286 -0.002 0.002 -0.026
Si 0.049 -0.027 20.744 -0.008 0.01 0.053
Si 2.873 2.723 20.747 0.006 0.014 0.057
Si 0.053 5.461 20.622 0.014 0.016 0.032
Si 2.776 8.151 20.684 -0.004 -0.016 0.044
Si 0.04 -5.484 20.559 -0.003 -0.025 0.059
Si 2.775 -2.703 20.386 -0.001 0.016 0.029
Si 5.549 0.081 20.596 -0.007 0.019 0.039
Si 8.279 2.842 20.388 -0.011 -0.006 0.061
Si 5.5 5.496 20.595 -0.027 0.007 0.047
Si 8.339 8.215 20.688 0.025 0.018 0.063
Si 5.579 -5.348 20.559 0.008 -0.005 0.045
Si 8.365 -2.731 20.512 -0.002 -0.006 0.045
Si -5.456 0.053 20.727 0.009 0.007 0.059
Si -2.753 2.709 20.713 -0.018 -0.009 0.05
Si -5.408 5.427 20.473 -0.001 0 0.014
Si -2.714 -8.145 20.491 0.003 -0.002 0.048
Si -5.496 -5.407 20.582 -0.021 0 0.062
Si -2.74 -2.703 20.629 -0.008 0.017 0.037
Si 1.156 -1.815 21.85 0.154 0.371 -0.698
Si 4.597 1.695 22.099 -0.323 -0.254 -0.706
Si 1.646 4.333 21.955 -0.13 -0.137 -0.729
Si 3.906 6.544 22.016 0.117 0.151 -0.68
Si 1.106 -7.083 21.948 0.134 0.208 -0.699
Si 4.398 -3.689 21.763 -0.108 -0.207 -0.71
Si 6.745 -1.58 21.743 0.09 0.14 -0.712
Si -6.621 1.648 22.069 -0.11 -0.161 -0.658
Si 6.795 3.995 21.827 0.138 0.12 -0.71
Si -6.542 7.139 21.555 0.036 -0.05 -0.663
Si 7.261 -6.331 21.893 -0.053 -0.261 -0.735
Si 9.643 -4.212 21.918 0.224 0.223 -0.692
Si -3.851 -1.115 21.999 -0.089 -0.149 -0.739
Si -1.603 1.093 22.029 0.105 0.174 -0.767
Si -4.397 3.906 21.965 0.227 0.043 -0.68
Si -1.169 7.061 21.85 -0.094 -0.196 -0.72
Si -4.328 -7.045 21.802 0.112 0.196 -0.726
Si -1.189 -3.966 21.855 -0.255 -0.192 -0.666
Si -0.022 6.766 -3.972 -0.064 -0.096 -0.091
Si 2.524 -3.159 24.029 -0.055 -0.023 -0.123
Si 3.796 -6.723 26.176 0.03 -0.099 -0.012
Si 2.913 0.901 -2.678 0.004 -0.09 0.024
Si 6.551 -5.99 24.812 0.093 0.037 -0.006
Si -0.634 2.772 -4.845 -0.011 0.086 -0.033
Si 7.397 -3.29 25.881 0.006 0.033 0.01
Si -9.406 -1.571 -2.832 -0.081 0.05 0.078
Si -7.552 -3.685 -2.467 -0.026 0.013 0.027
Si -10.959 -2.464 -5.267 0.058 -0.054 0.105
Si 7.56 1.429 -4.741 -0.013 -0.106 0.027
Si 3.764 -1.785 -3.988 -0.114 0.075 0.103
Si 5.648 3.257 -6.581 0.087 0.096 0.065
Si -5.406 5.64 -2.032 0.025 -0.043 0.105
Si 8.462 -5.592 -5.62 0.011 -0.031 -0.012
Si 7.503 -0.516 24.588 -0.092 -0.048 0.017
Si -18.525 7.56 24.698 0.034 0.015 -0.154
Si 9.471 -7.601 -3.571 -0.001 -0.064 -0.07
Si 2.614 -6.912 -2.264 0.049 0.058 0.073
Si 5.677 -6.165 -4.94 0.009 0.004 0.129
Si 6.777 7.389 -4.262 -0.014 0.086 -0.043
Si 9.37 -0.317 -6.672 -0.091 0.115 0.006
Si 8.608 5.544 23.954 0.036 -0.087 -0.073
Si 6.665 -1.219 -3.259 -0.053 0.156 0.221
Si 3.672 3.418 -4.191 0.037 -0.053 0.07
Si -3.243 7.856 -2.021 0.055 -0.034 0.219
Si 2.049 -4.341 -3.817 0.022 -0.052 -0.156
Si 4.485 5.966 -3.121 -0.169 0.109 0.063
Si -2.406 4.997 -5.054 0.029 -0.016 0.008
Si -4.516 -1.027 -2.889 -0.01 0.028 0.176
Si -2.995 -5.296 24.058 0.061 0.009 -0.168
Si -1.357 -6.741 26.236 -0.013 -0.047 -0.022
Si 0.171 0.082 -2.046 0.014 0.078 0.14
Si -7.691 0.869 25.016 0.015 0 -0.22
Si 7.467 7.727 25.767 0.044 0.059 0.002
Si -0.246 -2.306 -3.982 0.128 -0.022 -0.059
Si -6.423 5.006 -4.946 -0.011 0.158 -0.067
Si -2.109 -4.244 -2.936 -0.011 0.012 0.052
Si 2.507 7.57 -4.824 0.097 -0.064 -0.016
Si 1.736 -1.325 -6.225 -0.004 -0.059 0.21
Si -8.081 -6.527 -6.32 -0.064 0.08 -0.055
Si 5.283 -5.657 -2.029 -0.015 0.058 0.083
Si -2.585 5.335 24.055 -0.002 0.027 -0.114
Si -5.189 -3.006 24.164 -0.049 -0.076 -0.135
Si -9.946 2.93 26.056 0.004 -0.021 0.025
Si 2.9 -6.105 -6.241 -0.126 -0.007 0.093
Si 5.184 1.474 24.984 -0.097 -0.018 -0.082
Si 0.536 1.393 -7.057 -0.091 -0.059 0.054
Si 11.734 6.692 -4.199 0.014 0.091 0.063
Si -2.73 0.583 -4.789 -0.142 0.026 -0.117
Si 1.306 -5.752 24.743 -0.109 -0.048 -0.081
Si 1.047 4.285 -2.926 0.104 0.002 0.136
Si -4.426 2.996 -4.488 0.025 -0.087 -0.033
Si -2.51 -7.008 -6.862 -0.063 0.072 0.011
Si 1.314 -1.357 5.504 0.011 0.008 0
Si 4.032 1.366 5.449 0.004 0.001 0.006
Si 1.307 4.073 5.502 -0.011 -0.002 0.007
Si 4.018 6.798 5.458 0.008 0.007 0.008
Si 1.324 9.495 5.497 0.005 -0.005 0
Si 4.042 12.189 5.463 0.005 -0.018 -0.002
Si 6.782 -1.385 5.443 0.006 -0.001 0.009
Si 9.426 1.341 5.436 -0.002 -0.011 -0.005
Si 6.708 4.071 5.414 -0.006 -0.002 -0.003
Si 9.421 6.795 5.406 0.021 0.023 -0.004
Si 6.716 9.511 5.429 -0.005 -0.017 0.004
Si 9.426 12.237 5.476 -0.01 -0.002 0.003
Si -4.096 -1.361 5.541 -0.014 0.008 0.003
Si -1.396 1.342 5.533 0 0 0.005
Si -4.122 4.069 5.522 0 0.004 -0.01
Si -1.385 6.783 5.512 0.013 -0.002 0.011
Si -4.108 -6.815 5.575 -0.008 0.001 0.002
Si -1.365 -4.081 5.549 0.011 0.009 0.007
Si 2.685 0.009 6.846 -0.006 -0.006 0
Si 5.369 2.731 6.822 0.001 0.007 0
Si 2.67 5.443 6.851 0.002 0 0.002
Si 5.372 8.16 6.821 -0.011 0.014 -0.001
Si 2.681 10.862 6.86 0.001 -0.006 -0.008
Si 5.394 -2.736 6.807 0.009 -0.002 -0.002
Si 8.096 -0.014 6.825 0.001 0.003 0.004
Si 10.799 2.693 6.79 -0.004 0.008 -0.004
Si 8.074 5.432 6.779 -0.009 0.005 -0.005
Si 10.786 8.138 6.787 0.005 0.02 0.003
Si 8.063 10.868 6.815 0.014 0.007 0.001
Si 10.801 -2.721 6.813 -0.009 0.003 -0.004
Si -2.745 -0.001 6.916 -0.008 -0.001 0
Si -0.032 2.71 6.885 0.005 -0.005 0.002
Si -2.747 5.429 6.889 -0.001 0.003 -0.011
Si -0.029 8.145 6.883 0.005 0.001 -0.001
Si -2.729 -5.444 6.916 0.001 0.003 -0.003
Si -0.014 -2.717 6.905 0 -0.004 -0.003
Si 1.338 1.357 8.243 0.009 0.006 -0.002
Si 4.029 4.083 8.215 0.008 0.002 -0.003
Si 1.327 6.79 8.249 -0.006 -0.001 0.002
Si 4.031 9.506 8.221 -0.005 -0.008 0.003
Si 1.346 -4.087 8.252 0.011 0.007 -0.004
Si 4.041 -1.37 8.197 -0.003 0.004 -0.003
Si 6.727 1.355 8.179 0.001 -0.014 -0.007
Si 9.437 4.07 8.141 0.014 -0.001 -0.006
Si 6.735 6.792 8.171 0.003 0.006 -0.005
Si 9.443 9.51 8.156 -0.001 -0.014 0.003
Si 6.729 -4.086 8.196 -0.002 -0.017 -0.001
Si 9.455 -1.362 8.185 0.011 0.009 0.003
Si -4.088 1.363 8.291 -0.005 -0.01 -0.003
Si -1.385 4.072 8.261 -0.011 -0.009 -0.006
Si -4.079 6.791 8.29 0.002 -0.001 -0.005
Si -1.365 -6.806 8.274 0.01 0.007 -0.003
Si -4.062 -4.086 8.309 -0.005 -0.003 -0.001
Si -1.376 -1.362 8.276 0.001 -0.004 -0.007
Si -0.011 0.002 9.63 -0.004 0.004 -0.003
Si 2.69 2.723 9.606 -0.008 0.004 -0.002
Si -0.023 5.433 9.629 0.001 0.003 -0.005
Si 2.686 8.158 9.609 0.011 0.008 -0.003
Si -0.005 -5.441 9.639 0.001 0.003 0.002
Si 2.699 -2.715 9.607 -0.003 -0.014 0.001
Si 5.385 0.001 9.569 0 0.002 0
Si 8.089 2.722 9.532 -0.008 0.003 0.002
Si 5.391 5.448 9.569 0.001 0.012 0
Si 8.09 8.157 9.532 -0.001 0 -0.003
Si 5.379 -5.437 9.578 -0.006 0.003 0
Si 8.091 -2.716 9.546 0.006 0.008 0
Si -5.425 0.01 9.682 -0.005 -0.001 0
Si -2.725 2.721 9.655 -0.003 0.004 -0.001
Si -5.426 5.439 9.679 -0.002 -0.009 0.001
Si -2.719 8.157 9.657 -0.002 0.002 0
Si -5.421 -5.442 9.679 -0.002 0.002 0.002
Si -2.708 -2.72 9.669 -0.002 -0.003 0
Si 1.348 -1.358 10.997 -0.003 0.003 -0.002
Si 4.047 1.36 10.969 -0.002 -0.001 -0.001
Si 1.342 4.076 10.992 0.004 -0.006 -0.003
Si 4.052 6.803 10.963 -0.009 -0.001 0.001
Si 1.357 9.521 11.005 0.007 -0.019 -0.004
Si 4.049 -4.077 10.977 0.009 -0.001 0.002
Si 6.746 -1.355 10.932 -0.002 -0.009 -0.004
Si 9.454 1.366 10.89 0.016 -0.002 -0.001
Si 6.749 4.082 10.924 0.003 -0.001 0.001
Si 9.454 6.794 10.877 0.003 0.002 -0.003
Si 6.747 9.518 10.918 0.005 -0.003 -0.001
Si 9.465 -4.079 10.878 0.004 -0.002 -0.003
Si -4.064 -1.356 11.038 0 0.003 -0.003
Si -1.357 1.362 11.014 -0.004 -0.001 -0.002
Si -4.067 4.078 11.044 -0.001 0.003 0.002
Si -1.356 6.796 11.023 0.003 -0.006 0.003
Si -4.065 9.517 11.045 -0.004 0.007 -0.002
Si -1.346 -4.078 11.03 0.002 0.004 -0.001
Si 2.703 0.007 12.364 -0.006 -0.003 0.002
Si 5.407 2.734 12.323 0.003 0.001 0
Si 2.709 5.443 12.343 -0.001 0.008 -0.011
Si 5.408 8.174 12.321 0.004 0.004 -0.006
Si 2.713 10.887 12.376 -0.006 0.011 0.001
Si 5.409 -2.709 12.331 -0.008 -0.002 -0.002
Si 8.108 0.017 12.279 -0.004 0 0.004
Si 10.824 2.733 12.228 0.002 0.007 0.005
Si 8.111 5.449 12.276 0.002 0.003 -0.002
Si 10.821 8.17 12.207 -0.006 -0.004 0.002
Si 8.109 10.894 12.256 0.004 -0.002 -0.003
Si 10.833 -2.706 12.211 0.007 0.004 -0.004
Si -2.703 0.006 12.399 -0.001 -0.002 -0.003
Si 0.002 2.718 12.383 -0.003 0.005 -0.008
Si -2.706 5.439 12.409 -0.005 -0.002 0.001
Si 0.018 8.155 12.385 0.005 0.02 -0.004
Si -2.701 -5.435 12.405 0 -0.004 0.005
Si 0.008 -2.711 12.398 0 -0.003 0.003
Si 1.36 1.364 13.758 -0.007 0.006 0.002
Si 4.064 4.096 13.716 -0.02 0.009 -0.006
Si 1.386 6.791 13.75 0.022 -0.023 -0.005
Si 4.087 9.531 13.735 0.008 -0.013 0.006
Si 1.374 -4.066 13.766 -0.003 0.001 0.007
Si 4.069 -1.351 13.726 0.009 -0.008 0.002
Si 6.776 1.382 13.68 -0.012 -0.001 0.006
Si 9.484 4.093 13.622 0.006 -0.009 0.001
Si 6.772 6.811 13.668 0.005 -0.002 -0.001
Si 9.474 9.533 13.59 -0.003 0.007 -0.001
Si 6.782 -4.077 13.67 0.005 0 -0.003
Si 9.485 -1.357 13.603 0.014 -0.004 -0.001
Si -4.049 1.359 13.784 0.008 -0.014 0.001
Si -1.339 4.075 13.771 0.006 -0.001 0
Si -4.061 6.799 13.784 -0.005 0.006 0.003
Si -1.322 9.525 13.757 0.012 -0.021 0
Si -4.063 -4.066 13.771 -0.002 0.01 0.002
Si -1.349 -1.346 13.777 -0.011 0.012 -0.001
Si 0.013 0.01 15.154 -0.001 -0.003 0
Si 2.718 2.746 15.11 0.007 -0.003 -0.004
Si 0.042 5.423 15.131 -0.006 0.005 -0.003
Si 2.757 8.148 15.115 -0.015 0 -0.006
Si 0.024 -5.429 15.141 0 0 -0.002
Si 2.741 -2.707 15.138 -0.002 0.011 0.001
Si 5.43 0.03 15.07 0 0.002 -0.007
Si 8.147 2.752 15.03 0.003 0.012 0.001
Si 5.43 5.465 15.07 0.001 0.004 0.001
Si 8.134 8.196 14.998 -0.007 0.004 0.004
Si 5.46 10.901 15.093 0.007 0.006 0.007
Si 8.153 -2.709 15.007 -0.003 0.002 0
Si -5.417 0.004 15.15 -0.007 0.007 -0.003
Si -2.677 2.707 15.156 0 0.011 -0.001
Si -5.426 5.437 15.154 0.005 0.003 -0.003
Si -2.668 8.159 15.122 0.006 0.007 -0.003
Si -5.433 -5.411 15.139 -0.002 0.002 0.007
Si -2.719 -2.696 15.148 0.001 -0.005 -0.003
Si 17.826 -1.609 0.114 -0.125 0.167 0.739
Si 19.975 1.68 -0.143 0.126 -0.157 0.722
Si 17.686 3.855 -0.022 -0.153 0.138 0.669
Si 20.398 6.621 0.185 -0.036 0.063 0.691
Si 17.177 9.94 -0.065 0.207 -0.057 0.709
Si 20.163 -3.736 -0.072 0.179 -0.278 0.714
Si 23.318 -1.575 0.051 -0.06 0.182 0.77
Si 26.039 1.53 -0.46 -0.369 0.224 0.686
Si 22.607 4.463 -0.103 0.17 -0.149 0.713
Si 25.325 7.015 0.15 0.161 0.069 0.646
Si 23.198 9.242 0.069 -0.068 0.119 0.65
Si 9.601 12.246 -0.11 -0.273 0.119 0.741
Si 12.785 -1.995 -0.017 -0.176 0.157 0.707
Si 14.527 1.465 0.103 0.257 -0.064 0.699
Si 12.424 3.812 0.111 -0.152 0.152 0.698
Si 14.753 7.004 0.175 0.468 -0.479 0.498
Si 12.503 9.227 0.375 -0.376 0.415 0.498
Si 14.983 12.135 0.377 0.028 -0.03 0.425
Si 18.983 0.047 1.271 0.011 0.005 -0.051
Si 21.604 2.767 1.173 0.005 0.01 -0.058
Si 18.872 5.362 1.375 -0.003 -0.002 -0.047
Si 21.671 8.119 1.438 0.006 0.013 -0.054
Si 18.967 -5.383 1.168 0.005 -0.011 -0.059
Si 21.739 -2.709 1.348 0.03 0.012 -0.06
Si 24.523 0.199 1.001 0.043 0.018 -0.043
Si 10.776 2.725 1.375 0 -0.017 -0.036
Si 24.2 5.448 1.389 0.001 -0.034 -0.022
Si 10.745 8.155 1.456 -0.029 -0.015 0.009
Si 24.424 10.87 1.231 0.007 0.001 -0.017
Si 10.932 -2.77 1.302 0.032 0.029 -0.082
Si 13.523 -0.187 1.368 -0.025 -0.01 -0.018
Si 16.196 2.635 1.316 -0.023 -0.023 -0.087
Si 13.621 5.331 1.399 -0.019 0.047 -0.036
Si 16.323 8.239 1.366 0.038 0.031 -0.08
Si 13.568 10.832 1.644 -0.004 0.032 -0.017
Si 16.335 -2.715 1.527 0.008 -0.004 -0.059
Si 17.591 1.316 2.676 -0.013 -0.006 0.022
Si 20.296 4.035 2.684 0.007 0.009 0.038
Si 17.624 6.821 2.701 -0.017 -0.012 0.01
Si 20.285 9.568 2.614 -0.009 0.026 0.016
Si 17.728 -4.109 2.747 -0.009 -0.037 0.056
Si 20.384 -1.294 2.638 -0.011 -0.001 0.019
Si 23.09 1.414 2.452 -0.022 -0.022 0.014
Si 25.785 4.099 2.525 0.026 0.011 0
Si 22.978 6.785 2.832 -0.004 0.012 0.044
Si 25.82 9.526 2.616 -0.017 -0.006 0.009
Si 23.087 12.204 2.64 0.013 -0.009 0.023
Si 9.508 -1.422 2.656 -0.007 -0.013 0.017
Si 12.119 1.242 2.675 0.01 0.046 0.035
Si 14.939 4.001 2.758 0.013 0.005 0.033
Si 12.165 6.712 2.711 0.027 0.006 -0.023
Si 14.959 9.441 2.868 0.023 0.006 0.038
Si 12.137 12.218 2.823 -0.024 -0.003 0.029
Si 14.93 -1.36 2.807 0.004 -0.002 0.025
Si 16.282 0.001 4.113 0.024 0.016 0.019
Si 18.962 2.675 4.032 0.005 0.001 -0.004
Si 16.266 5.438 4.063 -0.013 -0.007 -0.016
Si 18.999 8.177 4.031 0.009 0.004 -0.003
Si 16.327 -5.449 4.115 0.029 -0.004 -0.011
Si 19.061 -2.686 4.036 -0.013 0.007 -0.01
Si 21.789 0.057 3.92 -0.011 0.019 0.012
Si 24.449 2.719 3.883 -0.014 0.016 0.004
Si 21.635 5.386 4.09 -0.013 -0.004 0.007
Si 24.46 8.174 4.01 0.016 -0.006 -0.009
Si 21.706 10.876 3.991 -0.018 0.002 0.002
Si 24.531 -2.656 3.82 0.003 0.032 -0.044
Si 10.772 -0.038 4.085 0.004 0.009 0.005
Si 13.512 2.632 4.037 -0.007 -0.017 -0.031
Si 10.806 5.409 4.096 -0.016 -0.006 0.008
Si 13.518 8.076 4.104 -0.024 0.008 0.022
Si 10.792 10.868 4.166 0.026 -0.026 0.036
Si 13.535 -2.726 4.118 -0.028 0.008 -0.021
Si 17.747 -1.322 16.093 0.001 -0.008 -0.005
Si 20.436 1.378 16.175 -0.001 0.008 -0.013
Si 17.71 4.05 16.091 0.004 -0.008 -0.014
Si 20.462 6.824 16.101 -0.003 0.023 -0.003
Si 17.705 -6.804 16.074 -0.016 0.012 -0.022
Si 20.44 -4.066 16.084 0.013 0.006 -0.006
Si 23.174 -1.354 16.205 -0.001 0.014 -0.004
Si 9.538 1.374 16.341 -0.005 -0.005 -0.018
Si 23.12 4.063 16.152 -0.017 0.014 -0.01
Si 9.513 6.857 16.334 0.011 -0.009 -0.007
Si 23.157 9.499 16.14 -0.001 0.005 -0.001
Si 9.538 -4.077 16.337 0.001 -0.002 0.012
Si 12.241 -1.362 16.243 -0.004 -0.002 -0.01
Si 14.982 1.405 16.134 0.004 -0.009 -0.011
Si 12.256 4.089 16.225 0.009 -0.016 -0.002
Si 14.985 6.789 16.12 0.013 -0.015 -0.005
Si 12.224 9.531 16.196 -0.001 -0.017 -0.007
Si 14.984 -4.033 16.146 0.008 -0.002 -0.003
Si 19.049 0.034 17.503 -0.01 -0.004 -0.012
Si 21.802 2.712 17.556 -0.006 -0.02 0.021
Si 19.11 5.411 17.36 0.002 -0.007 -0.007
Si 21.813 8.157 17.51 -0.013 -0.004 0.014
Si 19.109 -5.477 17.382 0.003 0 -0.005
Si 21.752 -2.709 17.478 -0.017 -0.021 0.01
Si 24.514 -0.002 17.621 -0.009 0 0.008
Si 10.925 2.761 17.639 -0.002 -0.014 0.008
Si 24.447 5.442 17.491 -0.001 -0.008 -0.008
Si 10.912 8.221 17.646 -0.025 0.02 0.033
Si 24.474 10.84 17.541 0.007 0.012 0.018
Si 10.916 -2.714 17.668 0.005 -0.005 0.005
Si 13.629 0.061 17.479 -0.003 0.012 0.005
Si 16.355 2.737 17.494 0.002 0.005 0.008
Si 13.692 5.417 17.512 0.024 0.005 -0.014
Si 16.332 8.184 17.419 0.011 -0.005 0.027
Si 13.599 10.924 17.458 0.002 0.021 -0.005
Si 16.426 -2.685 17.428 -0.013 0.019 0.011
Si 17.698 1.407 18.867 0.015 -0.024 -0.01
Si 20.443 4.157 18.819 0.005 0.02 -0.036
Si 17.714 6.739 18.63 -0.027 0.01 -0.038
Si 20.41 -6.804 18.809 0.004 0.01 -0.011
Si 17.804 -4.103 18.703 -0.002 -0.001 -0.035
Si 20.419 -1.317 18.831 0.001 0.013 -0.038
Si 23.133 1.349 18.978 0.01 0.005 -0.014
Si 9.578 4.183 18.97 0.012 -0.022 -0.026
Si 23.141 6.793 18.904 -0.001 0.009 -0.012
Si 9.653 9.548 19.18 0.011 0.018 -0.015
Si 23.022 -4.136 18.828 0.004 -0.037 -0.038
Si 25.86 -1.369 19.022 0.004 0.024 0
Si 12.333 1.383 18.936 0.023 -0.011 -0.026
Si 15.038 4.069 18.905 -0.024 0.017 -0.01
Si 12.387 6.83 18.814 0.011 -0.004 -0.028
Si 14.991 9.603 18.744 0.014 -0.003 -0.036
Si 12.315 -4.119 18.944 -0.009 -0.027 0.008
Si 15.094 -1.253 18.712 0.028 0.025 -0.026
Si 16.322 0.086 20.222 -0.032 0.011 0.068
Si 19.039 2.84 20.137 -0.012 -0.012 0.081
Si 16.429 5.498 20.119 0.016 0.008 0.074
Si 19.061 8.027 19.975 0.028 -0.017 0.043
Si 16.429 10.908 20.028 -0.019 0.005 0.052
Si 19.104 -2.762 20.094 0.029 -0.005 0.05
Si 21.696 -0.003 20.306 0.004 0.017 0.041
Si 24.491 2.77 20.311 -0.034 -0.01 0.015
Si 21.775 5.483 20.271 -0.019 0.011 0.079
Si 24.456 8.122 20.311 0.005 0.002 0.065
Si 21.653 -5.455 20.266 -0.014 0.017 0.049
Si 24.348 -2.761 20.169 -0.013 0.004 0.058
Si 11.004 0.02 20.339 0.005 0.01 0.061
Si 13.706 2.741 20.315 0.014 0.004 0.052
Si 11.055 5.535 20.188 -0.002 0.017 0.052
Si 13.706 8.238 20.119 -0.025 0.008 0.039
Si 11.123 10.89 20.533 0.001 -0.007 0.033
Si 13.816 -2.69 19.979 -0.004 0.008 0.032
Si 17.515 -1.592 21.276 0.02 0.089 -0.712
Si 20.596 1.755 21.451 -0.139 -0.34 -0.744
Si 17.96 4.418 21.5 -0.132 -0.163 -0.771
Si 20.154 6.638 21.521 0.201 0.122 -0.776
Si 17.537 9.229 21.179 -0.072 0.086 -0.693
Si 20.558 -3.824 21.612 -0.139 -0.221 -0.756
Si 22.814 -1.646 21.565 0.051 0.104 -0.769
Si 9.956 1.742 21.567 -0.108 -0.172 -0.764
Si 22.896 3.93 21.633 0.29 0.234 -0.687
Si 10.13 7.002 21.736 -0.29 0.075 -0.668
Si 23.173 -6.672 21.567 -0.225 -0.241 -0.718
Si 25.37 -4.433 21.404 0.22 0.084 -0.849
Si 12.676 -1.271 21.374 -0.254 0.012 -0.746
Si 14.717 1.11 21.676 0.319 0.224 -0.697
Si 12.153 3.988 21.533 0.266 0.082 -0.745
Si 15.315 7.139 21.332 -0.006 -0.145 -0.76
Si 12.354 9.23 21.751 0.021 0.306 -0.682
Si 15.37 -3.794 21.312 -0.092 -0.084 -0.767
Si 18.81 6.975 -4.782 0.04 0.024 0.097
Si 20.195 1.393 24.42 -0.052 0.105 -0.044
Si 19.112 -5.702 23.555 0.048 0.057 -0.034
Si 16.216 4.169 -2.743 0.107 0.124 0.185
Si 23.328 4.348 24.74 -0.073 -0.002 -0.174
Si 4.052 4.097 26.116 0.071 -0.143 0.099
Si 27.772 -7.907 -3.586 0.079 0.082 0.022
Si 11.084 -5.583 -6.688 -0.132 0.057 0.027
Si 9.244 -2.462 -2.766 0.078 -0.117 0.2
Si -0.327 3.075 24.093 0.043 0.027 -0.175
Si 15.219 0.742 24.599 -0.083 0.087 -0.081
Si 22.721 -1.312 -2.84 -0.048 0.061 0.013
Si 13.788 6.751 26.307 0.098 0.023 -0.087
Si 10.576 5.108 -1.989 0.045 0.054 0.145
Si 16.591 4.524 24.204 -0.038 0.022 -0.208
Si 23.061 1.335 25.497 -0.192 0.2 -0.062
Si 4.531 6.988 25.018 0.088 0.033 -0.124
Si 26.667 -3.104 -6.01 0.056 0.021 0.141
Si 19.283 -3.837 -5.495 -0.017 0.033 0.083
Si 18.016 -0.733 24.076 0.022 0.098 -0.221
Si 23.399 7.317 -3.953 -0.021 -0.036 0.024
Si 16.797 7.102 25.586 -0.077 -0.058 -0.008
Si 25.979 -6.964 25.503 0.053 0.015 -0.101
Si 21.665 -6.708 -2.639 0.024 -0.058 0.111
Si 21.595 5.539 -5.203 0.02 -0.091 0.021
Si 14.626 6.758 -2.981 -0.165 -0.001 0.164
Si 12.88 -5.442 -4.383 0.026 -0.087 0.024
Si 17.935 -6.624 -5.797 -0.187 -0.014 0.043
Si 13.738 -2.656 -5.595 0.095 0.133 -0.103
Si 11.3 -0.377 -2.007 0.059 -0.033 0.075
Si 13.988 -5.345 23.739 0.033 -0.101 -0.037
Si 16.644 -6.197 25.27 -0.054 0.121 -0.094
Si 16.766 -1.909 -5.375 0.042 0.057 0.048
Si 9.737 3.522 26.155 -0.057 -0.006 -0.079
Si 21.314 -7.819 23.834 -0.042 0.062 -0.179
Si 15.302 -7.107 -4.64 0.012 0.074 -0.034
Si 15.407 1.269 -2.712 0 -0.034 0.081
Si 13.064 0.155 -4.415 -0.035 -0.01 0.104
Si 17.663 4.243 -5.361 0.01 0.013 0.01
Si 20.355 0.482 -3.027 0.001 0 0.105
Si 11.226 -6.057 -1.894 -0.035 -0.028 -0.022
Si 21.185 -3.937 -3.103 -0.081 -0.001 0.163
Si 13.852 5.515 23.632 0.035 -0.088 -0.147
Si 11.83 -3.153 23.838 -0.1 -0.033 -0.137
Si 17.553 -0.647 -2.755 0.147 0.014 0.07
Si 12.43 -0.571 25.25 0.034 -0.016 -0.063
Si 28.973 -4.942 -6.243 0.046 0.085 -0.108
Si 19.826 2.016 -5.631 -0.11 0.009 -0.007
Si 23.315 4.509 -3.065 -0.1 0.007 0.09
Si 9.859 -3.176 -5.422 -0.004 -0.053 -0.01
Si 25.692 8.053 -5.639 0.075 -0.127 0.077
Si 18.899 -7.975 -2.067 0.004 0.018 0.088
Si 8.275 2.919 -2.126 -0.072 -0.041 0.012
Si 10.029 0.937 24.42 -0.059 -0.017 -0.058
Si 17.666 -1.376 5.405 0.009 -0.011 0.017
Si 20.399 1.349 5.332 -0.013 -0.018 0.005
Si 17.641 4.074 5.392 0.011 0.015 0.004
Si 20.334 6.806 5.405 -0.01 0.002 0.018
Si 17.664 9.502 5.44 0.003 0.006 0.007
Si 20.409 12.26 5.374 -0.002 -0.007 0.009
Si 23.16 -1.339 5.24 0.002 -0.016 0.01
Si 25.845 1.354 5.219 0.005 -0.006 -0.002
Si 23.111 4.047 5.323 0.003 -0.006 -0.004
Si 25.852 6.793 5.313 -0.008 0.004 0.006
Si 23.085 9.526 5.347 -0.023 -0.002 0.002
Si 25.808 -4.027 5.288 -0.004 0.013 -0.009
Si 12.158 -1.367 5.45 0.02 -0.002 0.004
Si 14.894 1.348 5.436 -0.021 -0.002 0.008
Si 12.164 4.017 5.414 0.024 0 -0.013
Si 14.892 6.747 5.447 -0.008 0.014 0.013
Si 12.177 9.478 5.447 0.034 -0.015 0.021
Si 14.922 -4.092 5.432 -0.001 -0.021 0.014
Si 19.048 -0.005 6.714 0.006 -0.004 -0.003
Si 21.757 2.703 6.693 0.004 0.001 -0.009
Si 18.989 5.438 6.752 -0.002 0.009 -0.006
Si 21.748 8.156 6.714 0.008 -0.017 0
Si 19.044 10.89 6.736 -0.004 0.001 -0.01
Si 21.806 -2.688 6.66 0.003 -0.003 -0.007
Si 24.506 0.004 6.623 0 -0.005 -0.008
Si 27.206 2.692 6.619 0.009 -0.001 -0.002
Si 24.484 5.425 6.658 -0.005 0.009 0.001
Si 27.206 -8.166 6.677 0.007 -0.007 -0.003
Si 24.459 -5.401 6.66 -0.004 0.007 -0.005
Si 27.186 -2.695 6.66 0.003 0.007 0.001
Si 13.532 -0.009 6.791 0.002 0.01 0.003
Si 16.269 2.727 6.753 -0.009 0.004 -0.008
Si 13.522 5.387 6.778 0.016 -0.001 0.001
Si 16.27 8.14 6.764 -0.009 -0.007 -0.009
Si 13.549 -5.459 6.773 -0.013 -0.01 -0.001
Si 16.289 -2.723 6.763 0.006 0.019 -0.009
Si 17.666 1.355 8.062 0.012 0.005 -0.013
Si 20.4 4.074 8.048 0.007 0.02 -0.008
Si 17.636 6.79 8.11 -0.003 -0.013 -0.002
Si 20.404 9.524 8.074 -0.002 0.009 0.002
Si 17.667 -4.086 8.09 -0.004 -0.018 -0.002
Si 20.427 -1.361 8.042 -0.008 0.002 -0.003
Si 23.143 1.342 8.012 -0.005 -0.002 -0.006
Si 25.859 4.061 7.997 0.002 0.006 -0.005
Si 23.133 6.786 8.029 -0.003 0.01 0.005
Si 25.836 -6.783 8.003 0.009 -0.004 -0.008
Si 23.129 -4.056 8.042 0.002 0.01 0.003
Si 25.842 -1.344 8.021 -0.009 -0.013 0.005
Si 12.168 1.348 8.147 0.014 -0.002 -0.002
Si 14.907 4.064 8.127 -0.01 -0.002 0.001
Si 12.16 6.771 8.124 -0.004 -0.01 -0.008
Si 14.915 -6.813 8.117 0 0.004 -0.001
Si 12.18 -4.096 8.13 0.013 0.006 -0.004
Si 14.919 -1.367 8.114 -0.004 -0.019 -0.001
Si 16.303 0.004 9.43 -0.007 0.006 -0.003
Si 19.039 2.715 9.402 -0.008 0.004 -0.003
Si 16.274 5.436 9.456 -0.006 0.012 0.002
Si 19.032 8.16 9.417 -0.007 -0.002 -0.005
Si 16.296 -5.442 9.442 -0.001 -0.003 -0.005
Si 19.055 -2.715 9.402 0.002 -0.01 -0.006
Si 21.789 -0.002 9.39 0.005 -0.016 0.004
Si 24.503 2.706 9.365 0.001 -0.009 0.004
Si 21.775 5.43 9.388 0.001 -0.006 0.007
Si 24.496 -8.157 9.369 -0.011 -0.005 0.001
Si 21.776 -5.426 9.4 -0.007 -0.006 0.002
Si 24.501 -2.708 9.389 0.002 0.01 0.007
Si 10.814 0.006 9.523 0.012 -0.003 0.007
Si 13.542 2.713 9.479 0.004 0.001 0.005
Si 10.8 5.429 9.498 0.011 0.011 0.003
Si 13.535 8.15 9.458 0.01 0.008 -0.002
Si 10.811 -5.441 9.498 0 0.003 -0.006
Si 13.55 -2.724 9.466 -0.006 0.002 0.001
Si 17.686 -1.359 10.755 0.012 -0.006 -0.008
Si 20.422 1.359 10.737 0 0.004 -0.004
Si 17.673 4.07 10.756 0 0.01 -0.005
Si 20.417 6.795 10.738 -0.002 -0.001 0.001
Si 17.672 9.519 10.773 -0.007 0.005 0.005
Si 20.418 -4.069 10.755 -0.012 -0.003 0.006
Si 23.149 -1.355 10.749 -0.006 -0.016 0.005
Si 25.855 1.354 10.742 0.004 0.004 -0.001
Si 23.145 4.064 10.727 -0.005 0.014 -0.002
Si 25.857 -9.526 10.724 0.003 0.008 -0.003
Si 23.145 -6.797 10.733 0.003 0.013 0.003
Si 25.863 -4.075 10.738 -0.003 0 0
Si 12.195 -1.364 10.837 0.008 0 0.002
Si 14.933 1.354 10.793 -0.003 0.003 0
Si 12.177 4.072 10.837 0.013 -0.008 0.001
Si 14.913 6.803 10.801 -0.006 -0.006 0.003
Si 12.182 9.513 10.829 0 -0.007 -0.001
Si 14.929 -4.083 10.795 0.004 -0.002 -0.001
Si 19.068 -0.004 12.088 -0.009 0.004 0.002
Si 21.791 2.709 12.093 -0.003 -0.001 0.004
Si 19.055 5.43 12.08 -0.008 -0.004 -0.006
Si 21.788 8.156 12.08 -0.005 0.001 0.003
Si 19.051 10.889 12.095 0.005 0.003 0.002
Si 21.797 -2.717 12.1 0.007 0.015 0.001
Si 24.506 -0.004 12.113 -0.006 -0.009 -0.001
Si 27.211 2.701 12.113 -0.002 -0.001 0.002
Si 24.507 5.423 12.077 -0.008 0 0.001
Si 27.208 -8.172 12.099 -0.004 0.001 0.001
Si 24.508 -5.439 12.088 0.008 -0.001 -0.003
Si 27.216 -2.724 12.111 0.007 -0.004 -0.004
Si 13.567 0.01 12.158 0.013 -0.009 -0.005
Si 16.313 2.721 12.113 0.005 0 0.001
Si 13.55 5.449 12.154 -0.003 0.008 0.003
Si 16.303 8.164 12.124 -0.001 0.002 0
Si 13.563 -5.437 12.153 -0.001 -0.002 0.002
Si 16.308 -2.706 12.109 -0.003 -0.008 -0.004
Si 17.7 1.354 13.427 0.012 -0.006 0.004
Si 20.422 4.075 13.428 -0.011 0.018 0
Si 17.702 6.793 13.425 0.003 -0.013 -0.002
Si 20.435 9.531 13.422 -0.01 0.003 0.007
Si 17.684 -4.066 13.434 -0.009 0.011 0.002
Si 20.452 -1.341 13.442 0.006 -0.027 0
Si 23.147 1.356 13.467 -0.003 0.003 0.003
Si 25.848 4.062 13.456 0.01 0.007 -0.001
Si 23.155 6.787 13.424 -0.002 -0.003 0.005
Si 25.856 -6.8 13.45 -0.007 0.007 -0.005
Si 23.166 -4.074 13.45 -0.002 -0.013 0.003
Si 25.862 -1.369 13.475 -0.002 0.002 0.001
Si 12.208 1.356 13.537 0.016 -0.005 -0.001
Si 14.948 4.089 13.455 -0.001 0.001 0.002
Si 12.191 6.798 13.529 0.006 0.001 0.001
Si 14.938 9.521 13.481 0.009 0.003 0.009
Si 12.216 -4.071 13.526 -0.002 -0.004 0.002
Si 14.954 -1.344 13.474 -0.006 0.01 -0.002
Si 16.335 0.024 14.791 0.006 -0.003 0.003
Si 19.078 2.693 14.77 -0.014 -0.006 0.005
Si 16.346 5.436 14.773 0.006 0.009 0.01
Si 19.077 8.157 14.749 0.001 0.002 0.003
Si 16.32 -5.417 14.787 0.001 0.003 0.001
Si 19.076 -2.706 14.749 -0.006 0.01 0.003
Si 21.802 0.001 14.838 -0.002 0.003 0.013
Si 24.507 2.704 14.831 -0.011 -0.006 0.007
Si 21.793 5.429 14.769 0 -0.009 0.012
Si 24.509 8.142 14.788 0.003 -0.007 0.004
Si 21.811 10.873 14.778 -0.004 0.007 0.003
Si 24.51 -2.723 14.838 0.013 -0.007 0.008
Si 10.857 0.011 14.931 -0.002 -0.003 0.006
Si 13.59 2.75 14.823 0.009 0 0.004
Si 10.852 5.476 14.948 -0.004 0.009 0.005
Si 13.575 8.159 14.837 -0.009 -0.004 0.004
Si 10.854 10.91 14.9 -0.004 -0.004 -0.001
Si 13.592 -2.688 14.836 0.011 0.001 0.005
Si 33.851 -1.399 0.132 0.23 0.035 0.6
Si -28.244 1.226 -0.084 -0.214 0.13 0.667
Si 33.809 4.417 -0.149 0.244 -0.361 0.715
Si -28.445 6.73 0.185 -0.124 0.126 0.687
Si 33.697 -6.192 0.034 -0.009 -0.176 0.649
Si -28.083 -4.282 0.141 -0.16 -0.021 0.725
Si -26.013 -1.062 -0.15 0.248 -0.251 0.722
Si -22.883 1.192 0.053 -0.074 0.214 0.6
Si -26.193 4.554 0.071 0.177 -0.128 0.801
Si -22.708 6.722 -0.007 -0.173 0.05 0.706
Si -26.086 9.619 0.01 0.278 -0.047 0.604
Si 25.487 12.437 -0.192 0.296 -0.228 0.646
Si 29.145 -1.924 -0.197 -0.199 0.138 0.694
Si 31.746 0.887 -0.134 -0.242 0.246 0.763
Si 28.778 4.205 -0.119 -0.101 -0.131 0.709
Si 31.513 6.643 -0.112 -0.201 0.36 0.696
Si 28.557 9.564 0.215 0.077 -0.186 0.738
Si 31.369 -4.096 0.347 -0.022 -0.041 0.395
Si -29.794 -0.051 1.202 -0.038 -0.012 -0.042
Si -27.184 2.808 1.319 0.01 -0.021 -0.059
Si -29.96 5.442 1.355 -0.021 0.014 -0.063
Si -27.215 8.224 1.471 -0.025 -0.019 -0.019
Si -29.875 -5.268 1.354 0.021 0.01 -0.028
Si -26.943 -2.683 1.362 -0.002 0.034 -0.045
Si -24.438 0 1.303 -0.025 0.003 -0.016
Si 27.225 2.866 1.085 0.041 0.029 -0.066
Si -24.401 5.57 1.235 0.03 0.007 -0.055
Si 27.139 8.064 1.294 -0.009 -0.031 -0.035
Si -24.384 10.794 1.286 -0.034 0.002 -0.048
Si 27.26 -2.789 1.029 -0.012 -0.015 -0.044
Si 30.024 -0.127 1.137 -0.02 0.016 -0.029
Si 32.778 2.655 1.092 -0.022 0.009 -0.034
Si 30.073 5.455 1.32 0.002 0.033 -0.011
Si 32.644 -8.017 1.169 0.011 0 -0.036
Si 29.931 -5.461 1.552 -0.008 -0.013 -0.032
Si 32.674 -2.693 1.633 0.012 -0.023 -0.019
Si -31.159 1.357 2.558 0.007 0.01 0.01
Si -28.575 4.09 2.701 -0.004 -0.015 0.018
Si -31.292 6.912 2.604 -0.006 0.014 0.018
Si -28.594 9.607 2.734 -0.015 0.012 0.025
Si -31.154 -4.019 2.844 -0.005 -0.013 0.058
Si -28.439 -1.359 2.64 -0.02 -0.029 0.007
Si -25.769 1.431 2.642 0 0.001 0.027
Si -23.048 4.139 2.595 -0.022 -0.016 0.013
Si -25.739 6.869 2.701 0.005 -0.003 0.034
Si -23.01 9.496 2.683 -0.016 -0.05 0.022
Si -25.638 12.24 2.705 0.01 -0.012 -0.005
Si 25.924 -1.267 2.363 -0.016 -0.02 -0.002
Si 28.6 1.366 2.399 0.01 -0.006 -0.004
Si 31.424 4.01 2.562 0.009 -0.025 0.011
Si 28.569 6.742 2.617 0.014 0.031 0.024
Si 31.334 -6.852 2.744 0.015 -0.026 0.025
Si 28.47 -4.038 2.664 -0.003 0.035 0.012
Si 31.251 -1.291 2.776 -0.029 0.034 0.027
Si -32.574 0.077 3.99 0.025 0.001 0.012
Si -29.892 2.702 4.029 -0.002 -0.02 0.014
Si -32.596 5.453 3.948 0.018 0.006 -0.027
Si -29.917 8.189 4.042 -0.03 -0.003 0
Si -32.576 -5.454 4.066 0.009 -0.006 -0.016
Si -29.791 -2.638 4.103 -0.002 0.043 0.018
Si -27.125 0.043 4.002 0.016 -0.008 -0.012
Si -24.39 2.772 4.001 0.014 -0.013 -0.008
Si -27.144 5.465 4.001 0.011 -0.009 -0.015
Si -24.384 8.185 4.083 0.015 0.022 -0.003
Si -27.133 10.943 4.026 0.001 0.017 -0.032
Si -24.379 -2.72 4.124 0.003 -0.007 0.032
Si 27.24 0.029 3.831 0.011 0.001 -0.011
Si 29.959 2.692 3.857 -0.021 -0.033 0.008
Si 27.177 5.403 3.936 -0.016 0.003 0.02
Si 29.912 -8.209 4.013 0.002 -0.025 -0.012
Si 27.159 -5.437 4 0.009 -0.023 0.025
Si 29.868 -2.7 4.026 -0.012 -0.012 0.012
Si -31.329 -1.396 16.24 -0.015 -0.009 -0.003
Si -28.568 1.334 16.25 0.004 0.01 -0.008
Si -31.321 4.044 16.212 -0.004 -0.002 0.003
Si -28.552 6.822 16.199 -0.003 0.011 -0.006
Si -31.315 -6.787 16.166 0.002 -0.014 -0.01
Si -28.631 -4.082 16.222 0.013 0.009 -0.001
Si -25.884 -1.357 16.299 0.005 0.001 -0.005
Si 25.848 1.336 16.217 -0.009 0.018 0.004
Si -25.865 4.053 16.23 -0.022 -0.003 -0.006
Si 25.846 6.78 16.164 0.001 0.005 -0.009
Si -25.907 9.489 16.234 -0.006 -0.012 -0.001
Si 25.841 -4.087 16.226 0.001 -0.001 -0.002
Si 28.541 -1.39 16.251 -0.011 0.004 0.004
Si 31.251 1.319 16.228 -0.01 -0.011 -0.007
Si 28.534 4.02 16.194 -0.004 -0.027 -0.012
Si 31.253 -9.543 16.17 -0.003 0.003 -0.013
Si 28.524 -6.803 16.203 -0.005 0.014 -0.008
Si 31.238 -4.095 16.245 0.019 -0.007 0.008
Si -29.967 -0.02 17.572 0.025 0.009 -0.011
Si -27.143 2.645 17.602 0.017 -0.015 0.015
Si -29.922 5.441 17.474 0.005 0.002 0.007
Si -27.233 8.15 17.651 0.004 -0.01 0.009
Si -29.959 -5.48 17.569 -0.006 0.002 0.005
Si -27.313 -2.704 17.592 -0.018 -0.007 0.004
Si -24.519 -0.016 17.696 -0.016 -0.006 -0.01
Si 27.194 2.67 17.604 0.034 -0.013 0.013
Si -24.562 5.429 17.607 0.01 0 0.006
Si 27.195 8.116 17.546 -0.009 -0.003 0.013
Si -24.563 10.846 17.573 0.008 0.01 0.009
Si 27.181 -2.744 17.635 0.009 -0.001 -0.002
Si 29.9 -0.035 17.614 0.007 0.002 0.007
Si 32.601 2.673 17.592 0.018 0.005 -0.005
Si 29.908 5.381 17.505 0.01 0.004 -0.017
Si 32.581 -8.128 17.486 0.004 -0.002 0.013
Si 29.836 -5.433 17.598 -0.012 -0.008 0
Si 32.598 -2.755 17.627 -0.001 0.025 0.018
Si 33.959 1.3 18.946 -0.02 -0.002 -0.008
Si -28.535 4.071 18.783 0.002 0.027 -0.041
Si 34.006 -9.463 18.755 0.029 0.009 -0.044
Si -28.615 -6.8 18.986 0.01 -0.001 -0.015
Si 33.962 -4.167 18.943 -0.019 0.008 -0.02
Si -28.644 -1.33 18.989 0.021 0.009 -0.01
Si -25.828 1.32 19.117 -0.029 0.021 -0.011
Si 25.761 4.076 18.84 -0.006 -0.015 -0.026
Si -25.866 6.779 19.022 -0.008 0.024 -0.011
Si 25.826 9.457 18.909 -0.019 -0.01 -0.034
Si -25.97 -4.117 18.87 -0.003 -0.026 -0.035
Si -23.175 -1.345 19.104 0.009 0.007 -0.001
Si 28.56 1.308 19.012 -0.01 -0.015 -0.03
Si 31.234 4.055 18.912 -0.012 -0.018 -0.011
Si 28.567 6.712 18.864 -0.016 0.007 -0.026
Si 31.172 -6.852 18.888 -0.006 -0.021 -0.007
Si 28.498 -4.103 19.048 0.019 -0.003 -0.006
Si 31.228 -1.403 19.009 -0.006 0.001 -0.031
Si 32.621 -0.043 20.365 0.016 -0.006 0.054
Si 35.4 2.727 20.105 0.026 -0.012 0.035
Si 32.681 5.486 20.055 -0.009 0.009 0.049
Si 35.287 -8.194 20.266 -0.013 -0.003 0.064
Si 32.516 -5.515 20.244 0.001 0.029 0.031
Si 35.292 -2.762 20.287 0.02 -0.018 0.04
Si -27.282 -0.026 20.444 -0.002 0 0.038
Si -24.472 2.715 20.532 0.013 -0.014 0.061
Si -27.243 5.348 20.263 -0.009 -0.017 0.082
Si -24.508 8.148 20.388 0.011 -0.013 0.069
Si -27.27 -5.422 20.341 -0.009 0.021 0.051
Si -24.642 -2.796 20.241 -0.022 0 0.059
Si 27.267 -0.091 20.477 0.049 -0.003 0.037
Si 29.905 2.744 20.357 -0.009 -0.012 0.046
Si 27.114 5.414 20.162 0.009 0.022 0.074
Si 29.928 8 20.268 0.045 -0.008 0.024
Si 27.16 10.764 20.344 0.013 0.003 0.058
Si 29.872 -2.763 20.447 -0.006 0.009 0.059
Si 33.646 -1.772 21.618 0.043 0.144 -0.755
Si 36.808 1.653 21.611 -0.004 -0.182 -0.674
Si 34.249 4.335 21.288 0.008 -0.031 -0.768
Si 36.423 -9.843 21.493 0.09 0.211 -0.798
Si 33.641 -7.079 21.524 0.198 0.004 -0.707
Si 36.886 -3.812 21.647 -0.075 -0.167 -0.72
Si -26.115 -1.673 21.675 0.023 0.126 -0.659
Si 26.063 1.581 21.574 -0.065 -0.131 -0.776
Si -26.191 3.818 21.724 0.205 0.11 -0.698
Si 26.082 6.983 21.582 -0.169 -0.098 -0.76
Si -25.71 -6.605 21.636 -0.172 -0.113 -0.705
Si -23.544 -4.417 21.499 0.039 -0.022 -0.749
Si 28.95 -1.14 21.922 -0.421 -0.241 -0.69
Si 31.114 1.206 21.669 0.21 0.201 -0.745
Si 28.189 3.871 21.526 0.161 0.006 -0.713
Si 31.604 6.892 21.55 -0.18 -0.003 -0.685
Si 28.385 9.118 21.594 0.047 0.239 -0.693
Si 31.415 -4.017 21.692 -0.206 -0.162 -0.688
Si -28.367 7.039 -6.747 -0.029 0.072 -0.156
Si -29.903 1.394 24.407 0.017 -0.005 -0.124
Si -30.398 -3.998 26.089 0.048 0.058 -0.066
Si -29.815 -0.321 -3.626 -0.15 0.047 0.056
Si -21.928 5.158 -5.81 -0.026 -0.006 -0.03
Si 29.995 2.126 -2.27 0.015 -0.016 0.187
Si -27.657 -8.003 23.665 0.06 0.038 -0.179
Si 31.678 -6.149 -6.482 0.011 -0.007 -0.158
Si 25.571 -1.134 -4.108 -0.007 -0.073 -0.062
Si 24.968 -0.905 -6.981 -0.186 -0.046 0.029
Si 28.357 1.856 25.655 0.049 0.031 -0.036
Si -30.839 -1.954 -5.855 0.004 -0.008 0.067
Si -24.367 0.712 -5.369 -0.006 0.088 0.034
Si 26.998 5.822 -1.956 0.025 -0.038 -0.031
Si -32.53 2.862 23.689 0.022 0.044 -0.031
Si -24.651 -1.029 24.429 0.086 -0.032 -0.195
Si 27.406 2.984 -5.979 0.059 0.02 0.054
Si -31.095 -1.231 24.602 0.056 -0.082 -0.043
Si 31.904 -5.585 -3.378 -0.095 0.011 0.041
Si 26.219 -2.144 25.448 -0.044 0.06 -0.025
Si -24.211 -7.688 -2.078 -0.112 -0.123 0.046
Si -29.863 -5.693 23.652 0.074 0.075 -0.178
Si -20.913 2.672 -4.097 -0.04 0.023 -0.017
Si -29.598 -7.292 -4.831 0.046 -0.075 0.133
Si 25.735 6.281 24.567 -0.034 -0.012 -0.214
Si 27.189 -5.233 -2.014 -0.118 -0.127 -0.145
Si -30.706 -4.482 -4.232 -0.041 0.005 -0.007
Si -30.111 -7.95 -2.019 0.02 -0.053 0.092
Si 30.268 -1.436 -5.113 0.045 0.049 -0.078
Si 27.83 -0.119 -2.171 0.027 -0.137 0.111
Si -26.105 5.619 -5.302 0.102 0.017 0.065
Si -28.537 2.272 -3.044 0.037 0.077 0.275
Si -32.577 0.043 -4.631 0.149 0.014 0.16
Si 24.72 -0.297 23.701 -0.024 0.012 -0.244
Si -24.78 -6.577 25.867 -0.002 0.005 -0.067
Si 30.368 -7.902 -2.187 -0.084 -0.096 -0.019
Si 30.041 4.6 -6.61 -0.124 -0.005 -0.046
Si 26.334 -5.783 -7.085 0.04 0.075 -0.024
Si 31.744 2.92 -4.648 -0.005 0.06 0.076
Si 31.324 5.496 24.375 0.047 -0.048 -0.163
Si 29.477 -3.968 -3.536 0.044 -0.047 -0.019
Si -23.078 -4.417 -5.309 -0.207 0.049 0.069
Si 28.467 4.772 24.428 0.006 0.052 -0.115
Si 26.692 -4.551 23.921 -0.07 -0.125 -0.008
Si -29.659 -2.67 -1.942 -0.166 0.029 0.114
Si -31.621 7.037 -4.075 -0.035 -0.01 0.094
Si -20.365 -0.115 -4.703 -0.058 0.114 -0.009
Si 28.926 -0.957 24.988 0.018 -0.124 -0.131
Si -23.556 2.061 -2.815 0.017 -0.03 0.118
Si 20.69 3.873 26.275 0.134 -0.12 -0.111
Si -26.422 -1.458 -5.709 0.141 -0.099 0.045
Si -30.928 4.175 -3.28 -0.038 0.083 0.187
Si 25.996 3.233 -3.267 -0.062 -0.084 0.192
Si 31.681 7.064 -6.228 0.055 0.066 0.052
Si -31.236 -1.298 5.371 0.005 0.004 0.025
Si -28.51 1.363 5.378 -0.01 -0.009 0.007
Si -31.248 4.106 5.341 -0.003 0.011 0.014
Si -28.517 6.82 5.36 0.003 -0.002 0
Si -31.254 9.513 5.434 0.006 0.003 0.016
Si -28.471 12.277 5.429 0.007 -0.009 0.001
Si -25.793 -1.335 5.396 -0.023 0.008 -0.006
Si -23.064 1.399 5.397 0.004 0.008 0.004
Si -25.785 4.101 5.369 -0.012 0.006 -0.003
Si -23.064 6.807 5.445 0.008 -0.002 0.005
Si -25.787 9.556 5.39 0.007 0.006 -0.008
Si -23.03 -4.078 5.462 0.009 -0.005 0.017
Si 28.53 -1.304 5.318 0.008 0.002 0.003
Si -33.977 1.404 5.317 -0.004 0.002 -0.005
Si 28.573 4.033 5.252 0.006 0.007 -0.008
Si -33.997 6.747 5.342 0.014 0.014 -0.004
Si 28.56 -6.798 5.326 -0.013 -0.001 0.012
Si -33.999 -4.071 5.339 0.008 0.006 0.013
Si -29.883 0.03 6.75 -0.007 0.011 -0.006
Si -27.151 2.734 6.728 0.005 -0.014 -0.004
Si -29.879 5.446 6.711 0.005 -0.015 -0.003
Si -27.162 8.181 6.731 -0.004 -0.001 -0.006
Si -29.872 10.897 6.744 -0.001 -0.001 0.001
Si -27.137 -2.684 6.786 -0.006 0.009 0
Si -24.431 0.026 6.751 0.002 -0.018 0.001
Si -21.739 2.741 6.81 0.007 -0.005 -0.003
Si -24.448 5.448 6.773 0.008 -0.011 -0.005
Si -21.715 -8.152 6.82 0.003 -0.004 -0.004
Si -24.434 -5.429 6.785 0.003 0.017 -0.008
Si -21.704 -2.696 6.82 0.009 -0.019 0.001
Si -35.342 0.023 6.664 -0.002 -0.005 -0.001
Si -32.633 2.76 6.694 -0.009 0.02 -0.001
Si -35.372 5.394 6.668 0.005 -0.004 -0.001
Si -32.644 8.126 6.718 0 -0.01 -0.006
Si -35.352 -5.443 6.688 0 -0.011 -0.006
Si -32.619 -2.701 6.682 0.003 0.007 -0.004
Si -31.273 1.393 8.063 0.007 -0.003 -0.004
Si -28.531 4.085 8.08 0 0.015 -0.003
Si -31.263 6.787 8.071 -0.011 0.004 -0.004
Si -28.527 9.528 8.099 0.004 0.012 0.001
Si -31.266 -4.062 8.062 -0.005 -0.004 0.004
Si -28.538 -1.341 8.112 -0.008 -0.006 0.003
Si -25.808 1.371 8.107 -0.007 -0.001 -0.006
Si -23.106 4.092 8.16 -0.011 -0.001 0
Si -25.82 6.816 8.109 0.001 -0.003 -0.001
Si -23.093 -6.794 8.16 -0.008 0.001 -0.007
Si -25.794 -4.063 8.136 -0.002 0.006 -0.001
Si -23.096 -1.34 8.143 0.005 0.007 -0.007
Si 28.567 1.365 8.02 -0.005 -0.003 0.001
Si -34.004 4.082 8.062 -0.001 -0.007 0.004
Si 28.568 6.784 8.024 -0.004 -0.002 0.001
Si -34.001 -6.81 8.052 -0.002 -0.004 0.001
Si 28.556 -4.066 8.013 0.014 0.005 -0.002
Si -33.991 -1.347 8.032 -0.001 -0.001 0.003
Si -32.635 0.01 9.403 0.001 0.006 -0.005
Si -29.908 2.73 9.434 -0.014 0.003 -0.003
Si -32.636 5.434 9.424 -0.003 0 0.002
Si -29.913 8.161 9.429 0.003 -0.014 -0.004
Si -32.637 -5.439 9.402 0.001 -0.008 -0.002
Si -29.914 -2.711 9.441 0.005 0.006 -0.001
Si -27.178 0.014 9.467 -0.003 -0.004 0.004
Si -24.468 2.719 9.495 0.004 -0.004 0.004
Si -27.187 5.446 9.452 0.001 -0.003 0.001
Si -24.467 -8.158 9.494 0.003 0.002 -0.003
Si -27.178 -5.431 9.466 -0.003 -0.004 0.003
Si -24.452 -2.705 9.503 -0.005 -0.009 0.002
Si 27.213 0 9.381 0.003 -0.009 0
Si 29.92 2.711 9.405 0.004 0.014 0.004
Si 27.21 5.42 9.374 0.004 0.005 0.006
Si 29.921 8.144 9.4 0.013 -0.001 0.002
Si 27.207 -5.438 9.372 -0.006 0.011 -0.006
Si 29.921 -2.716 9.379 0.006 -0.009 0.001
Si -31.287 -1.348 10.779 -0.008 -0.008 0
Si -28.561 1.366 10.806 -0.005 0.004 -0.002
Si -31.284 4.072 10.789 0.003 0.009 -0.001
Si -28.565 6.799 10.796 -0.006 0.002 -0.004
Si -31.287 9.521 10.773 0 0.004 -0.001
Si -28.56 -4.073 10.804 -0.008 -0.009 -0.001
Si -25.836 -1.354 10.841 -0.003 0.003 0.003
Si -23.119 1.359 10.871 0.002 -0.005 -0.003
Si -25.844 4.079 10.826 -0.005 0.004 0.001
Si -23.118 -9.515 10.87 -0.004 -0.007 -0.002
Si -25.834 -6.793 10.837 -0.004 0.006 0.001
Si -23.114 -4.069 10.88 -0.002 0.005 0.002
Si 28.566 -1.363 10.745 -0.001 -0.007 -0.003
Si -34.002 1.35 10.77 -0.004 -0.009 0.004
Si 28.561 4.072 10.756 -0.003 -0.001 0.003
Si -34 6.796 10.773 0.01 0.007 0.003
Si 28.558 9.516 10.741 0.002 -0.015 -0.001
Si -34.011 -4.08 10.749 -0.002 0.006 -0.002
Si -29.926 -0.005 12.153 0.001 0.002 -0.002
Si -27.213 2.721 12.177 -0.003 0 -0.003
Si -29.929 5.434 12.146 -0.005 0 -0.005
Si -27.216 8.159 12.161 -0.003 -0.007 0
Si -29.94 10.885 12.137 0.002 -0.005 -0.003
Si -27.207 -2.723 12.182 -0.008 -0.001 -0.002
Si -24.486 -0.004 12.215 0.004 -0.001 0.002
Si -21.752 2.7 12.242 0.001 0.008 0
Si -24.483 5.425 12.192 0.001 0.001 -0.001
Si -21.774 -8.159 12.253 0.005 0 0
Si -24.491 -5.433 12.215 -0.001 -0.007 0
Si -21.77 -2.712 12.255 0.015 0.001 -0.002
Si -35.363 -0.016 12.122 -0.001 -0.006 0.002
Si -32.642 2.7 12.141 0.007 0.003 -0.003
Si -35.362 5.427 12.122 0.003 0 0
Si -32.647 8.159 12.136 -0.002 -0.002 0.002
Si -35.369 -5.443 12.11 0.008 0.003 0.004
Si -32.665 -2.713 12.116 0.005 -0.007 -0.001
Si -31.291 1.339 13.516 0.001 -0.011 0.009
Si -28.587 4.073 13.522 -0.017 0.014 -0.001
Si -31.291 6.789 13.495 0.014 -0.007 0.002
Si -28.585 9.529 13.497 -0.012 0 0.001
Si -31.319 -4.074 13.476 -0.014 0.013 -0.002
Si -28.582 -1.37 13.526 0.002 -0.005 0.009
Si -25.866 1.355 13.544 -0.009 0.007 0.002
Si -23.13 4.061 13.559 0.009 -0.011 -0.006
Si -25.865 6.783 13.512 0.006 -0.006 -0.002
Si -23.148 -6.793 13.588 -0.007 0.006 0.003
Si -25.859 -4.075 13.565 0.004 -0.009 0.004
Si -23.144 -1.356 13.602 -0.011 -0.004 0.008
Si 28.554 1.33 13.483 0.002 0.005 0.005
Si -34.018 4.054 13.485 -0.001 0.002 0.004
Si 28.553 -9.533 13.474 -0.005 0.01 0.005
Si -34.021 9.519 13.482 0.004 0.002 0.007
Si 28.56 -4.086 13.484 -0.007 -0.001 0.005
Si -34.021 -1.375 13.497 0 -0.005 0.007
Si -32.663 -0.026 14.867 0.01 -0.002 0.003
Si -29.932 2.697 14.88 0.013 0.002 0.005
Si -32.657 5.414 14.834 0.001 0 0.002
Si -29.936 8.163 14.844 0.005 0.004 0.004
Si -32.682 -5.42 14.84 0.008 0.005 -0.004
Si -29.976 -2.731 14.854 -0.003 -0.016 -0.001
Si -27.22 -0.019 14.892 -0.002 0.006 0.008
Si -24.496 2.701 14.899 0.001 0.006 0.003
Si -27.216 5.426 14.869 0.006 0 0.005
Si -24.536 8.138 14.886 -0.001 -0.008 0.003
Si -27.247 10.877 14.885 -0.012 -0.003 0.003
Si -24.512 -2.716 14.949 -0.004 -0.003 0.006
Si 27.205 -0.027 14.862 0.003 -0.008 0.002
Si 29.91 2.679 14.845 -0.003 0 0.001
Si 27.201 5.406 14.825 -0.008 -0.005 0.01
Si 29.893 -8.161 14.838 0.009 -0.001 0.005
Si 27.187 -5.44 14.836 -0.001 -0.005 0.011
Si 29.901 -2.732 14.869 0 0.001 0.005
Si -14.502 -1.891 0.404 -0.107 0.23 0.827
Si -12.223 1.045 0.235 -0.063 0.258 0.634
Si -15.07 4.322 0.342 0.04 -0.21 0.729
Si -12.255 6.638 0.066 -0.116 0.277 0.705
Si -14.996 -6.493 0.23 0.093 -0.24 0.745
Si -12.15 -3.915 0.293 0.112 -0.27 0.681
Si -9.923 -1.087 0.167 0.3 -0.061 0.714
Si -6.59 1.185 0.197 -0.327 0.228 0.638
Si -10.03 4.368 -0.082 0.273 -0.213 0.688
Si -7.13 7.021 0.223 0.129 -0.16 0.816
Si -9.339 -7.105 0.208 -0.095 0.226 0.773
Si -22.695 12.003 0.166 -0.19 0.074 0.719
Si -20.63 -1.025 0.107 0.196 -0.146 0.755
Si -17.549 1.348 0.145 -0.022 0.017 0.669
Si -20.427 4.553 -0.021 0.043 -0.283 0.68
Si -17.279 6.525 0.231 -0.109 0.218 0.745
Si -20.382 9.826 -0.068 0.227 -0.324 0.657
Si -17.236 -4.322 0.288 -0.157 0.098 0.717
Si -13.606 -0.123 1.64 -0.013 -0.01 -0.026
Si -11.009 2.747 1.358 0 -0.024 -0.047
Si -13.585 5.512 1.632 0.015 0.014 -0.045
Si -10.96 8.098 1.454 -0.006 -0.033 -0.061
Si -13.43 -5.43 1.572 -0.008 0.014 -0.058
Si -10.804 -2.654 1.666 0.012 0.02 -0.074
Si -8.241 0.03 1.386 -0.025 -0.015 -0.026
Si -21.62 2.838 1.189 0.035 0.014 -0.025
Si -8.326 5.362 1.34 -0.008 0.004 -0.051
Si -21.53 8.23 1.321 0.008 0.021 -0.057
Si -8.189 -5.446 1.463 0 -0.029 -0.062
Si -21.663 -2.667 1.436 -0.001 0.028 -0.036
Si -18.924 -0.045 1.426 -0.03 0.02 -0.055
Si -16.323 2.765 1.538 0.032 -0.049 -0.044
Si -18.949 5.523 1.52 -0.017 -0.008 -0.076
Si -16.17 -8.135 1.469 -0.001 0.019 -0.052
Si -18.905 -5.448 1.437 -0.005 0.007 -0.045
Si -16.157 -2.842 1.7 0.005 -0.001 -0.07
Si -14.981 1.336 2.858 0.011 0.024 0.026
Si -12.247 4.058 2.873 0.003 -0.016 0.015
Si -14.898 6.888 2.947 -0.012 0.014 0.032
Si -12.17 -6.841 2.904 0.013 0.005 0.011
Si -14.804 -4.164 3.021 0.007 -0.019 0.055
Si -12.206 -1.37 3.026 -0.006 -0.016 0.048
Si -9.565 1.426 2.757 -0.004 -0.001 0.005
Si -6.883 4.092 2.755 0.002 0.031 -0.008
Si -9.595 6.723 2.814 0.02 0.014 0.037
Si -6.874 -6.781 2.914 -0.02 -0.002 0.038
Si -9.451 -4.083 2.899 0.012 -0.013 0.02
Si -23.104 -1.345 2.731 -0.002 0.001 0.017
Si -20.3 1.45 2.669 0.003 0.005 0.016
Si -17.654 4.117 2.891 -0.008 -0.003 0.004
Si -20.285 6.909 2.812 0 0.011 0.033
Si -17.596 -6.827 2.824 0.013 -0.007 0.015
Si -20.274 -4.041 2.764 0.002 -0.022 0.011
Si -17.608 -1.394 2.846 0.009 0.03 0.001
Si -16.305 -0.01 4.227 0.004 -0.021 0.007
Si -13.598 2.69 4.214 -0.014 0.011 0.004
Si -16.276 5.477 4.229 -0.005 0.012 -0.01
Si -13.53 8.184 4.307 -0.013 -0.004 -0.006
Si -16.253 -5.504 4.255 0.017 -0.021 -0.011
Si -13.533 -2.743 4.36 -0.017 0.02 0.008
Si -10.83 0.06 4.241 0.011 0.011 -0.013
Si -8.179 2.722 4.164 -0.017 -0.017 -0.011
Si -10.88 5.394 4.245 -0.008 0.005 0
Si -8.222 8.114 4.204 -0.019 0.011 -0.028
Si -10.826 -5.449 4.241 -0.014 0.023 -0.009
Si -8.119 -2.714 4.248 0.001 0.019 -0.005
Si -21.698 0.061 4.02 0.035 -0.008 -0.007
Si -19.017 2.73 4.176 -0.019 -0.024 -0.003
Si -21.715 5.481 4.041 0.001 -0.008 -0.022
Si -18.948 -8.13 4.219 0.005 0.018 0.015
Si -21.686 -5.421 4.065 -0.006 -0.007 -0.024
Si -18.967 -2.73 4.191 0.024 -0.034 0.024
Si -15.01 -1.318 16.438 -0.004 -0.001 -0.017
Si -12.27 1.377 16.519 0.01 -0.002 -0.003
Si -14.963 4.074 16.447 0.025 0.007 -0.006
Si -12.294 6.799 16.503 -0.008 -0.006 0.004
Si -14.978 -6.787 16.421 -0.009 0.009 -0.002
Si -12.238 -4.082 16.471 0.001 0.011 -0.005
Si -9.535 -1.359 16.505 0 -0.013 -0.013
Si -23.186 1.35 16.314 -0.005 0.018 0.002
Si -9.551 4.074 16.507 -0.011 -0.003 -0.002
Si -23.192 6.765 16.236 0.013 -0.009 -0.013
Si -9.566 9.527 16.507 -0.006 0.007 0.006
Si -23.156 -4.068 16.322 -0.006 0.006 0.004
Si -20.441 -1.403 16.326 0.005 0.005 -0.002
Si -17.686 1.33 16.404 -0.013 0.007 -0.01
Si -20.463 4.019 16.312 0.014 -0.011 -0.019
Si -17.727 -9.541 16.365 0 0.003 0
Si -20.446 -6.772 16.303 0 -0.014 -0.007
Si -17.722 -4.098 16.407 0.001 0.006 0.014
Si -13.688 0.035 17.857 -0.018 -0.003 -0.026
Si -10.908 2.729 17.904 -0.021 0.003 0.018
Si -13.673 5.444 17.877 -0.009 -0.014 0.003
Si -10.964 8.171 17.883 -0.012 0.002 -0.002
Si -13.6 -5.455 17.81 0.005 -0.01 0
Si -10.94 -2.688 17.864 0.005 0.001 0.006
Si -8.146 -0.037 17.874 -0.003 0.004 -0.012
Si -21.866 2.718 17.692 0.003 -0.01 0.032
Si -8.21 5.455 17.856 0.006 0.001 -0.013
Si -21.84 8.144 17.541 0.005 0.015 -0.003
Si -8.2 -5.354 17.779 -0.011 0.007 0.014
Si -21.814 -2.706 17.726 0.001 0.019 -0.009
Si -19.061 -0.09 17.684 0.03 -0.009 -0.004
Si -16.302 2.679 17.776 -0.001 -0.021 -0.015
Si -19.087 5.345 17.653 -0.008 0.016 0.032
Si -16.384 -8.151 17.712 -0.023 0.007 -0.007
Si -19.121 -5.456 17.748 0.016 -0.006 0.002
Si -16.386 -2.691 17.753 -0.007 0.014 -0.005
Si -15.022 1.374 19.288 0.006 0.015 0.014
Si -12.293 4.105 19.271 0 0.002 -0.016
Si -15.128 6.831 19.161 0.03 -0.009 -0.017
Si -12.366 9.483 19.29 -0.022 0.012 0.019
Si -14.955 -4.005 19.05 0.017 0.033 -0.026
Si -12.365 -1.334 19.211 0.016 -0.01 -0.024
Si -9.518 1.304 19.204 -0.024 -0.003 -0.025
Si -23.277 4.103 19.035 0.011 -0.006 -0.009
Si -9.576 6.826 19.223 -0.003 -0.036 0.002
Si -23.218 9.454 18.901 -0.009 -0.023 -0.022
Si -9.583 -4.054 19.211 0.018 -0.011 -0.038
Si -6.827 -1.341 19.354 0.005 -0.006 0.012
Si -20.481 1.262 18.924 -0.015 -0.007 -0.033
Si -17.69 4.032 19.053 0.004 0.02 0.003
Si -20.532 6.731 18.85 -0.025 -0.013 -0.013
Si -17.771 -6.86 19.082 0.007 -0.042 -0.003
Si -20.483 -4.073 19.099 0.021 -0.007 0.001
Si -17.774 -1.416 19.175 -0.02 0.006 -0.032
Si -16.452 -0.021 20.582 -0.021 -0.014 0.064
Si -13.691 2.776 20.698 -0.003 0.036 0.045
Si -16.512 5.475 20.518 -0.007 0.024 0.033
Si -13.843 8.136 20.651 -0.031 0.011 0.036
Si -16.363 -5.362 20.264 -0.032 -0.034 0.02
Si -13.731 -2.694 20.601 -0.023 -0.025 0.02
Si -10.979 0.014 20.542 0.016 0.011 0.063
Si -8.14 2.664 20.539 0.038 0.004 0.022
Si -10.937 5.498 20.669 -0.012 0.014 0.016
Si -8.072 8.303 20.266 0.002 0.006 0.006
Si -10.959 -5.437 20.575 0.01 0.011 0.028
Si -8.251 -2.723 20.669 -0.024 -0.026 0.064
Si -21.755 0.017 20.464 -0.017 -0.011 0.085
Si -19.105 2.594 20.221 0.014 -0.039 0.041
Si -21.942 5.552 20.303 -0.002 0.042 0.043
Si -19.167 7.923 20.274 0.053 0.004 -0.032
Si -21.9 10.804 20.265 -0.014 -0.001 0.032
Si -19.169 -2.776 20.584 0.026 0.046 0.026
Si -15.393 -1.631 21.945 0.274 0.265 -0.685
Si -11.993 1.653 21.91 -0.251 -0.147 -0.705
Si -14.914 4.458 21.88 0.002 -0.243 -0.679
Si -12.614 6.604 21.987 0.143 0.109 -0.71
Si -15.412 9.536 21.813 0.174 -0.097 -0.657
Si -12.193 -3.91 21.899 -0.181 -0.3 -0.69
Si -9.986 -1.647 21.868 0.257 0.149 -0.772
Si -22.578 1.831 21.739 -0.295 -0.093 -0.775
Si -9.684 3.832 21.809 0.056 0.308 -0.631
Si -22.902 7.151 21.828 -0.178 -0.213 -0.729
Si -9.208 9.76 21.665 -0.049 0.1 -0.634
Si -7.092 -4.311 21.983 0.17 0.13 -0.695
Si -20.29 -1.169 21.918 -0.139 -0.153 -0.731
Si -18.132 1.115 21.776 0.135 0.032 -0.719
Si -20.495 4.072 21.295 0.01 0.039 -0.533
Si -18.367 6.272 21.831 0.229 0.196 -0.737
Si -20.656 9.225 21.422 -0.01 0.014 -0.606
Si -17.501 -3.969 21.743 -0.369 -0.182 -0.692
Si -23.815 6.919 24.867 0.062 -0.005 -0.145
Si -11.966 1.233 24.906 0.026 0.004 -0.148
Si -5.211 -5.656 -6.314 -0.102 -0.003 -0.009
Si -16.082 2.753 -3.696 -0.091 -0.076 0.148
Si -10.482 7.773 23.838 -0.102 0.022 -0.124
Si -18.677 3.035 -2.055 -0.004 0.079 0.177
Si -8.791 4.935 -6.614 0.157 -0.117 0.006
Si -25.423 -2.323 -3.063 -0.09 0.064 0.099
Si -23.897 -4.585 -2.416 -0.165 -0.036 0.109
Si 29.514 -5.394 23.723 0.141 -0.067 -0.077
Si -16.526 2.825 23.929 -0.018 -0.012 -0.001
Si -10.658 3.607 -2.929 0.122 -0.034 0.145
Si -11.322 5.65 -5.15 -0.121 -0.162 -0.008
Si -17 5.257 -4.979 -0.068 0.142 0.018
Si -14.846 1.361 25.782 0.011 0.059 0.012
Si -9.827 -1.05 24.915 -0.059 -0.06 -0.088
Si -19.037 -6.671 -2.987 -0.111 0.016 0.261
Si -10.807 -5.536 -4.984 0.098 -0.009 0.024
Si -14.061 8.123 -2.123 0.039 -0.115 0.109
Si -16.242 -2.804 -4.828 0.085 0.154 0.073
Si -17.116 7.278 -2.635 0.089 0.084 0.114
Si -13.621 -5.533 24.168 -0.026 0.089 -0.157
Si -8.286 5.656 23.762 0.018 -0.054 -0.075
Si -9.014 1.227 -4.125 0.01 -0.094 0.09
Si -15.778 0.004 -4.572 -0.018 -0.023 -0.044
Si -13.548 2.733 -1.914 -0.006 -0.063 0.125
Si -17.805 -3.795 -2.669 -0.008 -0.021 0.164
Si -4.931 -3.879 -3.898 -0.042 -0.028 0.104
Si -25.874 3.855 -2.953 -0.087 0.054 0.081
Si -22.911 -1.589 -4.89 -0.065 -0.039 0.045
Si -7.077 7.142 -6.866 0.072 0.012 -0.016
Si -22.225 -5.212 25.755 0.042 -0.056 -0.086
Si -23.33 1.652 24.655 0.014 0.04 -0.035
Si -20.436 -6.057 -5.678 0.238 -0.056 0.116
Si -11.312 -6.557 25.846 -0.093 0.094 0.009
Si -19.151 5.442 -7.007 0.037 0.081 0.068
Si -24.36 3.538 -6.81 0.073 0.061 -0.001
Si -19.031 -1.329 -2.472 -0.042 0.013 -0.017
Si -25.202 4.17 24.627 -0.082 0.037 -0.062
Si -13.86 -1.588 -6.037 -0.099 -0.008 0.057
Si 31.733 -0.634 26.297 -0.075 -0.016 0.011
Si -10.304 -5.247 -1.953 -0.011 0.1 0.149
Si -21.218 8.114 25.983 -0.028 0.119 -0.003
Si -18.126 -6.406 23.111 0.12 0.008 -0.124
Si -8.858 -0.558 -6.606 0 0.012 -0.004
Si -22.137 -2.799 23.874 0.089 0.049 -0.003
Si -1.521 -7.066 -3.964 -0.054 0.033 -0.014
Si -27.45 2.288 25.985 0.106 -0.006 -0.121
Si -6.342 1.437 -2.772 -0.027 -0.015 0.071
Si -16.097 -0.46 -1.676 -0.037 0.159 0.017
Si -15.172 -1.446 25.066 -0.113 -0.071 -0.163
Si -12.76 -7.909 -4.974 -0.022 0.018 0.05
Si -23.76 7.512 -5.061 0.121 -0.019 0.082
Si -18.256 -4.058 -6.85 -0.084 0.09 -0.043
Si -14.937 -1.35 5.611 0 0 0.003
Si -12.215 1.378 5.599 -0.008 -0.018 0.001
Si -14.929 4.084 5.568 -0.002 -0.006 0
Si -12.198 6.777 5.62 0.006 -0.009 0.012
Si -14.909 9.506 5.651 -0.02 0.012 0.021
Si -12.162 12.213 5.652 -0.009 -0.023 0.014
Si -9.483 -1.336 5.587 -0.003 -0.001 0.008
Si -6.804 1.368 5.537 -0.004 -0.016 -0.001
Si -9.496 4.064 5.587 0.002 -0.003 -0.002
Si -6.823 6.791 5.564 -0.003 0.004 -0.001
Si -9.505 -6.823 5.607 0.005 -0.012 0.005
Si -6.763 -4.07 5.603 0.002 -0.015 0.009
Si -20.367 -1.318 5.448 -0.027 0.02 -0.011
Si -17.665 1.368 5.548 0 0.011 0.004
Si -20.391 4.117 5.466 -0.005 0.031 -0.004
Si -17.634 6.811 5.587 0.023 0.01 0.009
Si -20.354 -6.76 5.492 0.004 0.015 0
Si -17.617 -4.09 5.556 0.001 0.003 0.005
Si -13.564 0.007 6.953 -0.012 0.002 0.001
Si -10.855 2.724 6.963 0.009 0 -0.001
Si -13.572 5.424 6.957 -0.003 0.005 -0.005
Si -10.853 8.148 6.981 -0.014 0.005 -0.001
Si -13.553 10.877 6.992 -0.008 0 -0.003
Si -10.82 -2.707 6.97 -0.007 0.004 -0.007
Si -8.126 0.013 6.946 0.007 -0.001 -0.004
Si -5.449 2.719 6.92 -0.012 0.001 -0.006
Si -8.147 5.43 6.951 -0.001 0.003 0.001
Si -5.458 8.147 6.94 -0.008 0.009 -0.005
Si -8.13 -5.449 6.949 0.001 0.007 -0.005
Si -5.412 -2.713 6.957 0.003 -0.004 0.001
Si -19.027 0 6.873 0.003 0.003 -0.005
Si -16.295 2.721 6.909 -0.001 -0.002 -0.001
Si -19.025 5.435 6.875 -0.006 0 -0.006
Si -16.28 8.144 6.969 0.009 -0.011 0.003
Si -19.006 -5.432 6.891 0 -0.006 0.002
Si -16.291 -2.724 6.94 0.005 -0.009 0.003
Si -14.936 1.371 8.288 0.006 0.006 -0.005
Si -12.21 4.079 8.324 0.002 0.007 -0.001
Si -14.925 6.785 8.317 -0.023 0 0.006
Si -12.207 9.509 8.343 -0.015 -0.007 0.001
Si -14.927 -4.069 8.311 0.005 0.002 0.001
Si -12.206 -1.356 8.314 -0.003 -0.003 0.001
Si -9.491 1.362 8.317 -0.005 -0.01 -0.004
Si -6.783 4.078 8.311 -0.004 0.006 -0.007
Si -9.49 6.79 8.33 0.005 0.005 0
Si -6.786 -6.806 8.324 0.006 -0.005 0.002
Si -9.475 -4.08 8.325 -0.001 0.003 -0.002
Si -6.774 -1.349 8.315 0.005 0.004 0
Si -20.389 1.381 8.195 -0.007 0 0.001
Si -17.664 4.08 8.248 0 0.004 -0.002
Si -20.377 6.812 8.21 0.003 -0.001 -0.004
Si -17.659 -6.794 8.271 0.006 0 -0.005
Si -20.369 -4.055 8.213 0.02 0.018 -0.002
Si -17.67 -1.353 8.256 -0.004 -0.008 -0.003
Si -16.303 0 9.623 0 -0.003 0.002
Si -13.578 2.716 9.666 -0.005 -0.004 0.002
Si -16.309 5.426 9.634 0.015 -0.002 0.004
Si -13.574 8.15 9.684 0.007 0 0
Si -16.298 -5.441 9.638 -0.004 0.002 0.003
Si -13.57 -2.712 9.67 -0.01 -0.002 0.005
Si -10.85 0.003 9.677 0.001 -0.001 0.002
Si -8.138 2.726 9.683 0.008 0.009 0
Si -10.855 5.438 9.69 -0.005 0.006 0
Si -8.138 8.155 9.694 -0.008 0.001 -0.004
Si -10.847 -5.435 9.687 -0.008 -0.003 -0.007
Si -8.128 -2.713 9.686 0.005 -0.011 -0.001
Si -21.75 0.006 9.528 0.001 -0.006 0.003
Si -19.026 2.712 9.583 0.009 0.004 0
Si -21.747 5.44 9.538 0.008 0.008 -0.002
Si -19.026 8.153 9.598 -0.001 -0.009 -0.004
Si -21.745 -5.433 9.537 0 0.001 -0.003
Si -19.022 -2.72 9.601 -0.01 -0.006 0.007
Si -14.945 -1.348 11.004 0.005 -0.002 0.003
Si -12.216 1.361 11.033 0.002 -0.003 0.001
Si -14.95 4.078 11.005 -0.016 0.009 0.005
Si -12.217 6.796 11.046 -0.002 0.004 0.001
Si -14.946 9.523 11.012 -0.004 -0.007 0.001
Si -12.219 -4.074 11.038 -0.003 0.002 0.002
Si -9.498 -1.356 11.048 -0.003 -0.003 -0.003
Si -6.781 1.371 11.052 -0.004 -0.006 -0.005
Si -9.495 4.081 11.053 0 -0.004 -0.006
Si -6.78 6.797 11.061 0.001 0.011 0.001
Si -9.498 9.519 11.052 0.01 -0.005 -0.001
Si -6.773 -4.076 11.046 0.004 -0.007 -0.002
Si -20.404 -1.35 10.913 0.004 0.005 -0.005
Si -17.673 1.358 10.965 -0.001 0.006 0.003
Si -20.391 4.082 10.915 -0.006 -0.001 -0.002
Si -17.672 6.796 10.972 0.001 0.001 0
Si -20.4 9.525 10.918 0.009 0 -0.006
Si -17.666 -4.076 10.972 0.002 0.007 -0.003
Si -13.584 0 12.382 -0.004 0.006 -0.001
Si -10.863 2.722 12.406 0.002 0.009 -0.006
Si -13.593 5.432 12.379 0 -0.003 0
Si -10.864 8.16 12.41 -0.008 0.001 -0.006
Si -13.593 10.884 12.384 -0.001 -0.004 -0.001
Si -10.87 -2.71 12.408 0.004 -0.005 0
Si -8.149 0.016 12.411 0.014 0.005 -0.003
Si -5.42 2.723 12.425 -0.001 0.002 0.001
Si -8.146 5.44 12.429 -0.004 -0.008 -0.002
Si -5.425 8.165 12.426 0.001 -0.007 -0.001
Si -8.138 -5.435 12.406 -0.007 0.004 -0.009
Si -5.423 -2.708 12.409 -0.006 -0.009 -0.003
Si -19.044 -0.018 12.294 -0.017 -0.017 -0.002
Si -16.319 2.714 12.341 0.012 -0.003 -0.001
Si -19.042 5.427 12.306 0.009 0.001 -0.004
Si -16.314 8.151 12.344 -0.005 -0.001 0
Si -19.04 -5.451 12.293 -0.004 -0.003 -0.006
Si -16.31 -2.72 12.342 -0.003 -0.003 0.001
Si -14.951 1.374 13.714 -0.01 0 -0.001
Si -12.232 4.084 13.752 -0.002 -0.007 -0.003
Si -14.966 6.791 13.719 0.004 0.009 0.004
Si -12.242 9.521 13.751 0.003 -0.007 -0.003
Si -14.96 -4.064 13.729 -0.015 0.002 0
Si -12.24 -1.353 13.773 0.007 -0.004 0.008
Si -9.519 1.362 13.785 -0.004 0.007 -0.002
Si -6.789 4.073 13.795 0.008 0 0.005
Si -9.52 6.8 13.789 -0.002 0.013 -0.004
Si -6.795 9.531 13.789 -0.005 0.015 0
Si -9.506 -4.075 13.758 0.013 -0.008 -0.001
Si -6.782 -1.336 13.767 -0.01 -0.006 -0.005
Si -20.416 1.336 13.631 0.015 0.002 -0.006
Si -17.695 4.063 13.688 0.001 0.002 0.001
Si -20.421 -9.519 13.624 -0.004 0.003 0.005
Si -17.685 9.52 13.674 0.002 -0.002 0.005
Si -20.416 -4.079 13.608 0.002 0 -0.003
Si -17.694 -1.369 13.676 0.001 0.007 0.005
Si -16.334 0.004 15.025 0.011 0.004 0.001
Si -13.592 2.722 15.101 -0.01 -0.002 0.001
Si -16.331 5.417 15.057 -0.011 -0.014 0.002
Si -13.615 8.152 15.093 0.009 0.01 0.004
Si -16.338 -5.437 15.054 0.007 0.001 -0.007
Si -13.618 -2.712 15.126 -0.001 0.001 -0.002
Si -10.894 0.016 15.154 0.004 0.003 0.001
Si -8.163 2.714 15.16 0 -0.002 -0.003
Si -10.903 5.445 15.145 -0.009 -0.005 0
Si -8.172 8.173 15.152 -0.009 -0.017 -0.003
Si -10.881 -5.434 15.107 -0.001 0.001 -0.001
Si -8.167 -2.683 15.108 0.005 -0.001 -0.003
Si -21.792 -0.011 14.984 0.013 0.006 0.001
Si -19.059 2.668 15.014 -0.003 -0.009 -0.002
Si -21.788 5.408 14.937 -0.012 -0.001 0.003
Si -19.067 -8.164 14.997 -0.006 0.004 0.002
Si -21.798 -5.418 14.948 0.015 0.006 0.009
Si -19.064 -2.757 15.001 -0.01 -0.012 0
O -0.088 -2.816 22.205 -0.234 -0.109 0.212
O 5.751 2.842 22.354 0.132 -0.156 0.5
O 4.683 -4.376 -1.234 -0.114 0.115 -0.435
O -1.729 -3.841 -1.406 -0.215 0.164 -0.309
O 5.459 5.35 -0.332 -0.039 -0.03 -0.358
O 6.499 -6.601 23.31 -0.251 -0.391 0.165
O 6.62 -6.243 -1.343 0.219 0.291 -0.285
O -1.95 6.533 23.177 -0.408 0.073 0.316
O 2.352 -7.85 -3.507 -0.134 -0.069 0.097
O 7.481 4.728 23.118 -0.091 -0.226 0.112
O -1.468 4.194 24.211 -0.118 -0.094 0.148
O -14.462 -4.958 25.432 -0.307 0.609 -0.141
O -3.795 1.724 -5.289 -0.07 0.073 -0.223
O -3.68 -6.457 23.171 -0.152 0.032 0.451
O 4.493 4.342 -3.136 0.231 -0.373 0.525
O -1.744 -4.656 23.238 0.334 0.031 0.326
O -3.023 5.916 25.491 -0.311 0.099 0.095
O 8.99 -3.234 26.198 0.291 0.028 -0.164
O -4.068 -1.586 -1.422 0.028 -0.515 -0.291
O 5.075 -6.072 25.445 -0.095 0.345 -0.094
O 7.551 -6.977 25.637 0.49 0.198 0.387
O -2.817 2.704 -0.461 0.172 -0.174 -0.243
O -5.511 -5.444 -0.262 -0.015 -0.159 -0.459
O -6.372 1.08 25.931 0.732 -0.128 0.086
O 3.348 1.449 -1.221 -0.134 0.245 -0.065
O -0.213 5.464 -0.278 0.045 0.071 -0.138
O -17.305 3.267 25.282 -0.445 0.433 -0.068
O 2.701 -2.715 -0.427 0.073 0.068 -0.462
O 5.563 -2.62 22.21 -0.133 -0.143 0.275
O -3.35 4.146 -4.031 -0.161 -0.081 0.757
O -5.625 -2.448 25.628 -0.398 0.246 -0.034
O 7.07 6.777 -5.719 0.387 -0.129 0.063
O -7.252 5.47 24.987 0.638 0.12 -0.103
O 2.171 4.002 -4.05 -0.192 0.306 -0.398
O 11.93 0.397 -3.275 0.019 0.356 -0.255
O -6.366 -4.369 -3.319 -0.011 -0.487 -0.033
O 0.432 -1.771 -5.349 -0.435 -0.047 -0.189
O 9.815 5.954 22.957 0.171 -0.283 0.05
O -20.077 7.39 25.085 -0.272 -0.414 -0.278
O -4.77 -4.389 -5.419 0.394 0.49 -0.368
O 3.564 -4.034 23.128 0.128 -0.33 0.219
O 7.509 -1.016 23.057 0.253 0.057 -0.004
O 2.519 3.612 26.074 -0.142 0.17 -0.458
O -0.931 1.762 23.362 0.253 -0.464 0.352
O 4.269 1.191 23.647 -0.404 0.001 0.061
O -0.245 3.479 -3.449 -0.295 -0.323 0.131
O -3.704 -4.481 -3.028 -0.035 -0.26 0.191
O 2.478 -5.88 25.838 -0.197 0.106 0.593
O -1.954 7.244 -1.237 0.096 -0.235 -0.42
O 2.759 5.44 22.452 -0.246 0.192 0.6
O 1.764 -7.425 -1 0.218 -0.754 0.126
O 8.075 8.069 -0.415 0.017 -0.073 -0.506
O 3.277 -3.297 -3.717 0.327 -0.046 -0.127
O 7.911 -2.166 -3.624 -0.115 -0.356 -0.639
O -5.505 0.006 -0.054 -0.084 -0.127 -0.318
O -15.901 4.078 23.131 -0.356 0.22 0.039
O 5.629 -5.278 -3.572 -0.023 0.625 -0.09
O 5.3 0.119 -0.179 0.084 0.154 -0.142
O 1.676 -6.529 23.367 0.606 0.11 0.047
O 6.967 3.551 -1.422 -0.291 0.337 -0.434
O 0.955 -0.761 -0.927 -0.066 0.244 0.009
O -6.444 -3.654 23.344 -0.248 0.226 0.453
O 0.689 5.863 -2.84 0.341 0.423 0.237
O 3.12 -1.363 -5.41 0.428 0.161 -0.508
O 3.635 1.849 -3.777 0.344 -0.194 -0.184
O 1.47 3.836 -1.428 0.105 -0.225 -0.128
O 2.006 -5.151 -5.246 -0.188 -0.058 -0.438
O -8.792 1.955 25.493 0.013 0.008 0.163
O -5.44 8.149 22.238 -0.066 -0.062 0.199
O -3.298 -0.157 -3.482 0.088 -0.169 0.3
O -3.923 -7.346 -1.091 0.189 -0.09 -0.06
O -13.686 -1.867 25.574 0.343 0.181 -0.249
O -1.4 1.417 -4.414 0.278 -0.176 0.389
O 3.672 6.502 -4.445 0.038 -0.042 -0.43
O 6.651 -1.337 -1.642 0.142 -0.248 0.041
O -5.835 -0.094 -2.826 -0.264 -0.412 -0.338
O -15.051 -1.179 23.479 0.162 0.418 0.091
O 6.656 0.871 24.651 0.251 0.262 -0.179
O -6.19 5.159 -3.355 -0.22 -0.063 0.114
O -7.5 1.701 -3.858 0.251 0.256 -0.036
O 8.487 -5.31 22.3 0.095 -0.087 0.214
O -0.057 8.151 22.356 0.094 0.159 0.657
O 4.578 7.122 23.396 0.392 0.158 0.071
O 12.162 -6.174 -5.643 0.185 -0.697 0.145
O 8.187 7.75 -3.56 0.121 -0.361 0.262
O 8.684 1.62 -1.265 -0.392 -0.466 -0.038
O -7.295 1.061 23.45 -0.149 -0.326 0.084
O 8.741 0.757 -5.631 0.085 0.325 0.149
O -4.064 -4.138 24.368 0.016 -0.133 -0.029
O 4.193 -6.853 -1.916 0.126 -0.437 0.128
O -11.208 2.662 25.087 -0.24 0.346 -0.456
O 4.08 5.495 25.347 -0.253 -0.115 -0.295
O -4.563 -1.777 23.312 -0.038 0.136 0.379
O -6.982 -3.36 -0.988 -0.292 0.456 0.093
O 3.823 6.589 -1.756 -0.484 0.347 -0.295
O -0.979 0.985 -1.356 -0.001 -0.109 -0.282
O -3.339 5.823 -6.085 -0.21 0.11 0.451
O 8.093 2.527 -3.674 -0.019 0.345 -0.132
O -0.445 -1.02 -3.039 -0.207 -0.187 0.053
O 5.737 -7.698 -4.436 -0.613 -0.22 -0.182
O 10.935 -4.01 -6.299 0.382 0.377 -0.245
O -2.714 -0.028 22.504 0.054 -0.001 0.331
O -1.325 -5.601 -3.334 0.378 0.004 0.133
O 1.526 0.178 -6.743 0.389 0.164 -0.097
O 11.495 0.285 24.235 0.035 0.1 -0.222
O -9.588 -1.82 -1.246 0.23 -0.713 -0.108
O 0.615 2.383 -5.791 0.336 0.497 0.026
O -19.461 2.786 -3.427 0.258 -0.028 -0.386
O 13.043 6.945 -3.271 -0.086 0.001 0.019
O 1.977 -1.817 23.275 0.482 0.56 0.315
O -10.195 -2.494 25.527 0.1 -0.167 -0.338
O -1.501 3.829 -5.726 0.076 0.07 -0.426
O -8.356 -0.56 25.398 0.401 -0.438 0.438
O 25.508 6.333 22.959 -0.414 -0.331 0.037
O 16.915 -0.511 -6.194 -0.308 0.214 0.265
O 13.179 -1.418 -4.729 -0.086 -0.166 0.242
O -5.529 2.819 22.469 0.304 0.106 0.34
O 25.346 0.944 22.888 -0.102 0.197 0.427
O 16.442 -2.687 21.869 -0.067 0.064 0.295
O 21.843 2.717 21.864 0.123 -0.133 0.033
O 20.734 -4.082 -1.553 0.126 -0.12 -0.158
O 24.494 3.622 -3.731 -0.188 -0.47 -0.747
O 21.49 5.604 -0.498 0.052 -0.03 -0.402
O 17.219 3.884 22.856 0.028 -0.603 0.219
O 22.363 -6.488 -1.196 -0.132 0.454 -0.025
O 14.575 6.536 22.631 -0.083 0.44 0.42
O 22.752 6.667 -5.288 0.259 0.144 -0.489
O 23.187 4.513 23.128 -0.084 0.399 -0.062
O 14.973 4.478 24.168 -0.236 -0.657 0.214
O 10.918 5.482 -3.511 -0.201 -0.496 -0.264
O 20.355 -3.502 -6.662 0.222 0.403 0.098
O 13.269 -6.641 23.048 0.235 -0.266 0.427
O 30.398 -5.241 -6.976 0.008 0.182 -0.285
O 14.736 -4.502 22.604 0.19 -0.01 0.286
O 11.069 2.862 22.002 0.165 0.063 0.549
O 25.849 -3.771 22.804 0.164 0.744 0.459
O 12.335 -1.511 -1.51 0.341 -0.283 -0.614
O 19.827 -4.363 22.979 0.088 0.15 0.765
O 20.241 -6.658 24.226 0.117 -0.011 0.675
O 17.861 5.847 -5.437 -0.523 0.28 -0.337
O 12.465 -6.814 -1.228 0.343 -0.441 -0.612
O 16.797 -6.484 -4.632 0.347 0.53 0.408
O 14.996 6.986 -1.429 0.353 0.223 -0.179
O 18.82 2.786 -0.541 -0.132 -0.274 -0.288
O 6.842 0.28 -3.847 -0.356 -0.036 0.23
O 2.765 -7.714 -6.031 -0.089 -0.148 -0.673
O 17.146 -1.12 -1.272 -0.295 0.013 0.114
O 25.796 7.786 25.162 -0.04 0.096 0.095
O 17.967 -2.192 24.767 -0.342 -0.6 -0.097
O 23.71 6.083 -2.951 0.373 0.111 0.46
O 24.754 8.085 -4.329 0.08 0.318 0.206
O 8.103 6.978 24.489 0.118 0.347 -0.251
O 18.38 7.404 -3.275 -0.273 -0.446 -0.041
O 13.982 -0.261 24.906 0.081 -0.393 -0.076
O 15.347 -2.568 -5.764 0.166 -0.328 -0.33
O 21.735 -0.218 -3.526 0.127 0.234 -0.582
O 27.243 8.041 22.058 -0.067 -0.033 0.104
O 9.565 -6.178 -6.644 -0.144 -0.501 -0.36
O -16.195 5.375 -0.204 -0.024 -0.082 -0.195
O -31.382 0.166 -3.525 -0.233 0.314 0.278
O 23.532 -0.993 22.865 -0.116 0.02 0.282
O 24.939 -0.414 -5.435 -0.368 0.542 0.063
O 21.478 4.821 -6.642 -0.225 0.393 -0.393
O 26.837 2.597 -4.498 0.232 -0.284 0.11
O 19.828 1.617 22.868 -0.456 -0.036 0.142
O 30.471 2.79 -3.656 -0.626 0.446 -0.22
O 29.579 -5.615 25.327 0.612 0.218 0.2
O 19.524 7.375 -0.949 -0.113 -0.174 -0.088
O 10.248 2.292 25.254 0.139 0.033 -0.265
O 10.733 7.975 -4.281 0.312 0.442 -0.341
O 13.505 7.982 0.41 -0.233 -0.073 0.245
O 19.103 5.478 21.998 -0.125 0.118 0.59
O 30.318 6.186 -6.342 -0.58 0.16 0.214
O 24.347 -8.133 -0.463 -0.111 0.154 -0.272
O -31.369 2.089 24.495 -0.224 0.067 0.554
O -26.572 -2.004 -4.171 -0.489 0.002 0.075
O 11.946 -2.121 25.087 -0.113 -0.203 0.504
O 11.002 0.578 -0.732 0.309 -0.089 0.27
O -28.807 0.905 -3.859 0.412 -0.262 -0.263
O 21.84 -5.362 -3.514 0.256 -0.005 -0.546
O 20.558 1.131 -1.559 0.421 -0.075 -0.068
O 27.252 7.234 -2.637 -0.225 0.09 0.055
O 18.511 -6.503 22.314 0.147 -0.22 -0.04
O 29.399 -7.971 -3.496 0.419 0.02 -0.233
O 23.101 3.924 -1.568 0.185 -0.499 -0.138
O 22.561 -7.199 22.993 0.151 0.243 0.54
O -18.115 6.78 23.356 0.174 0.084 0.298
O -16.765 -1.248 -4.922 -0.404 0.255 0.042
O 16.706 -7.764 24.907 -0.002 -0.091 -0.47
O 31.964 4.001 24.535 0.088 0.006 0.285
O 19.916 1.614 -4.077 -0.088 0.268 0.161
O 20.268 6.305 -4.746 0.269 0.212 0.458
O -13.067 7.123 -1.286 -0.035 -0.173 -0.308
O 18.962 3.384 -5.8 0.144 0.309 -0.189
O -17.118 3.153 -2.501 0.182 0.3 0.244
O 9.049 4.628 25.202 -0.152 0.221 0.4
O 11.25 8.106 22.244 -0.063 -0.024 0.307
O 9.88 -1.032 -2.38 -0.371 0.209 -0.139
O 12.221 6.255 -5.664 0.317 -0.201 0.006
O 28.614 4.761 22.818 -0.07 0.453 0.079
O -26.367 -7.338 22.94 0.085 -0.207 0.185
O -10.042 2.427 -3.845 0.051 -0.104 -0.092
O 24.393 -2.701 -0.458 0.187 0.206 -0.115
O 14.932 0.695 -1.278 -0.238 -0.61 0.038
O -25.565 4.318 -6.084 -0.249 -0.309 0.025
O 8.937 -3.29 -1.4 -0.269 -0.105 -0.121
O 11.897 4.549 -1.247 0.331 0.261 -0.338
O 13.907 -3.16 -0.381 -0.081 0.051 -0.315
O 24.26 -5.515 21.913 0.087 0.19 0.547
O 1.29 0.993 -2.805 -0.091 0.356 -0.216
O 16.407 -8.07 21.851 -0.09 0.184 0.379
O 20.635 7.378 22.888 0.043 0.002 0.383
O 31.261 1.37 -1.616 0.179 -0.002 -0.331
O 21.734 0.965 24.64 0.034 -0.446 -0.402
O -19.406 -0.078 -3.407 0.476 0.536 0.334
O 26.992 0.256 -0.833 0.104 -0.324 0.393
O 27.165 -6.488 -3.045 -0.415 0.159 -0.127
O 9.357 1.241 22.987 -0.705 -0.068 0.236
O 17.074 6.057 24.38 0.271 0.253 -0.481
O 10.361 -3.686 23.323 -0.259 -0.077 0.446
O -18.314 -7.153 24.51 -0.266 0.422 0.51
O 19.925 -3.574 -4.041 -0.217 0.187 0.412
O -12.816 -4.404 23.338 0.215 0.021 0.521
O -17.908 -7.789 -3.269 0.189 0.094 -0.576
O -24.687 5.588 25.27 -0.138 -0.024 0.31
O -25.816 0.048 -5.636 -0.497 0.517 0.163
O 22.354 -7.977 -3.32 -0.034 -0.054 0.092
O 29.467 -7.361 -0.973 -0.207 0.035 -0.137
O 15.405 6.712 26.33 0.089 -0.031 0.198
O 25.684 5.988 -1.06 -0.511 -0.537 -0.202
O 16.572 -0.084 24.336 0.088 0.089 0.116
O 26.203 -1.936 -7.01 0.353 0.073 -0.525
O 17.982 -2.913 -5.701 0.089 -0.332 -0.352
O -21.53 -1.127 -4.219 -0.06 -0.396 0.622
O -23.961 3.131 24.566 0.2 0.152 -0.048
O 31.586 -6.884 -2.473 0.578 -0.021 0.001
O 29.826 5.445 25.003 -0.073 0.24 0.501
O -20.892 1.374 -5.063 0.052 0.18 -0.755
O -11.324 -4.378 -1.04 -0.217 0.225 -0.493
O 12.689 0.925 -5.778 -0.117 0.609 0.001
O 25.841 -1.387 24.067 0.124 0.148 -0.19
O 13.687 -0.128 21.934 -0.376 -0.063 0.322
O 10.748 -5.01 -0.776 0.257 0.067 0.044
O 13.24 6.412 24.824 -0.584 0.288 -0.309
O 25.857 2.308 -1.919 -0.122 0.204 -0.25
O 21.697 -2.738 22.085 -0.065 -0.037 0.699
O 18.768 -8.004 -5.674 0.463 0.01 -0.426
O 29.502 -2.477 -4.148 -0.378 0.158 0.103
O 21.34 2.257 -6.143 0.582 -0.202 0.116
O -24.596 -7.987 25.068 -0.313 0.056 -0.343
O 26.225 -2.572 -4.536 0.199 -0.089 0.163
O 18.317 -0.908 22.513 0.53 0.414 0.045
O -13.442 -7.689 -3.521 -0.149 0.268 -0.139
O 16.418 3.872 -6.322 -0.129 -0.012 0.019
O -9.224 4.376 26.112 -0.189 0.335 0.181
O 32.504 -5.101 -0.384 0.04 -0.065 -0.206
O 31.206 5.985 22.838 -0.127 -0.326 -0.024
O 24.515 5.379 25.165 -0.141 -0.046 0.287
O -30.414 -5.264 25.092 -0.361 -0.296 0.146
O -1.427 6.087 -4.38 -0.311 0.163 0.217
O -30.006 -0.103 25.04 0.563 0 0.663
O 32.549 -2.904 22.098 0.234 -0.203 0.519
O -27.315 2.693 22.142 0.072 -0.056 0.235
O -29.91 -5.703 -4.96 0.283 0.219 -0.469
O -29.806 -3.618 -3.225 0.461 0.038 -0.122
O -27.315 5.675 -0.347 0.342 0.005 -0.556
O -31.836 3.618 22.471 0.121 0.183 0.026
O -27.132 -5.505 -0.43 -0.045 0.113 -0.486
O 22.017 4.454 -4.048 -0.33 -0.331 0.136
O -23.24 -7.727 -6.14 -0.317 0.562 -0.077
O -12.328 -1.696 -5.611 0.166 0.449 -0.039
O 27.159 5.584 24.901 0.181 0.267 0.246
O 27.526 -5.731 -0.516 -0.469 0.127 0.162
O -28.835 2.338 25.154 -0.115 0.685 -0.146
O 29.227 -6.789 22.943 0.167 -0.396 0.224
O -25.753 3.99 -1.368 0.234 -0.204 -0.107
O 30.822 -4.678 23.085 0.088 0.069 0.429
O -12.505 4.812 -5.906 -0.404 -0.138 0.439
O -14.497 -0.158 -5.558 0.176 0.512 -0.086
O 28.715 -1.388 -1.693 -0.001 -0.073 -0.428
O -29.158 -4.417 22.953 -0.118 0.269 0.282
O -28.8 -6.882 23.735 -0.079 0.01 0.059
O 29.507 3.23 -1.202 -0.021 -0.048 -0.155
O 31.727 -6.025 -4.897 0.278 -0.214 -0.006
O -32.204 -5.571 -7.068 0.068 0.125 0.274
O 30.927 -4.368 -2.942 -0.041 0.133 0.345
O -28.766 1.962 -1.457 -0.224 0.051 0.206
O 32.622 5.496 -0.391 0.082 -0.031 0.04
O -13.744 5.485 22.432 -0.037 -0.137 0.511
O -28.462 -3.346 -1.131 0.301 0.061 -0.456
O -14.611 2.475 -3.095 0.062 -0.096 -0.432
O -30.691 -6.65 -1.262 -0.036 0.173 -0.01
O -30.98 -2.501 -1.01 -0.229 -0.384 -0.091
O -23.32 -0.396 -5.904 0.372 -0.152 -0.351
O -9.337 0.005 -3.115 -0.022 0.202 0.283
O 28.796 1.099 -2.591 0.097 0.066 -0.364
O -27.397 7.802 25.176 0.206 -0.536 -0.06
O -27.27 -2.734 22.19 -0.333 0.035 0.585
O 28.221 -4.485 23.409 0.031 0.408 -0.239
O 26.796 -0.368 -3.384 -0.047 0.456 -0.238
O 27.838 1.614 -6.722 -0.19 -0.242 0.074
O -2.876 -7.73 -3.403 -0.521 0.06 -0.268
O 16.923 4.523 -1.317 -0.062 0.217 -0.216
O 28.895 0.647 24.739 0.226 0.23 -0.426
O -19.785 -6.891 -1.55 0.087 -0.204 -0.105
O -10.069 5.786 -6.143 -0.14 0.7 -0.281
O 31.687 1.805 23.077 -0.057 -0.288 0.708
O -8.848 -4.613 -2.243 0.041 -0.054 0.015
O -30.856 5.608 -4.039 0.472 -0.154 -0.136
O 31.365 -0.729 -4.14 -0.111 0.004 0.604
O 17.849 -5.386 24.518 -0.269 0.232 0.137
O 16.821 -1.637 -3.788 -0.422 -0.421 0.133
O -0.025 -6.432 25.364 0.026 -0.076 -0.214
O 30.968 7.027 -1.619 -0.2 -0.487 -0.346
O -11.108 -4.049 -5.558 -0.137 -0.044 -0.37
O 15.018 1.595 23.216 -0.001 0.611 0.178
O -24.117 -8.124 -3.63 -0.144 0.071 -0.245
O 13.44 2.614 -0.331 -0.181 -0.147 -0.56
O -23.8 -6.127 -1.97 0.041 0.194 0.287
O -31.431 7.579 -2.556 -0.496 -0.124 0.273
O -10.988 0.008 25.324 -0.34 0.076 0.42
O -25.143 6.876 -5.587 -0.214 0.247 -0.484
O -16.231 0.829 -0.702 0.338 0.327 -0.204
O -27.101 0.121 -0.466 0.163 0.208 0.021
O -31.119 -6.24 22.812 -0.278 0.324 0.306
O -22.494 7.124 25.798 0.127 -0.27 0.267
O -26.381 3.376 25.417 0.178 0.293 0.073
O -21.513 -5.345 -0.322 0.05 0.035 -0.314
O -28.155 7.039 22.84 -0.112 -0.351 0.151
O -11.954 7.289 23.326 -0.279 -0.044 0.496
O 26.554 -3.721 25.286 -0.037 -0.17 0.498
O 0.936 3.659 23.261 -0.04 -0.333 0.356
O -23.8 -5.405 25.335 -0.194 0.269 -0.618
O -11.803 7.133 -4.795 0.521 0.013 -0.015
O -30.917 4.185 -1.659 0.229 -0.143 -0.188
O -17.792 -3.62 -1.065 -0.103 0.085 -0.108
O -27.81 -1.358 -6.478 -0.13 0.037 0.249
O -14.206 3.827 -0.937 0.29 0.124 -0.092
O 28.805 -1.627 23.496 -0.181 -0.3 0.092
O 26.168 -6.072 24.147 -0.042 -0.194 -0.074
O -25.599 -1.58 -1.642 0.064 -0.08 -0.186
O 27.219 8.084 -5.077 0.307 0.052 -0.379
O -18.89 -2.737 -3.266 -0.347 -0.134 -0.576
O -4.018 -6.739 -6.339 -0.104 -0.145 0.287
O -4.731 4.43 -1.196 -0.028 -0.225 -0.119
O -21.987 2.396 -2.928 0.227 0.224 0.334
O -15.311 -0.18 -3.04 0.607 -0.185 0.155
O -30.938 8.137 -5.055 -0.283 0.017 -0.665
O 20.032 2.792 25.244 -0.449 0.286 -0.143
O -2.539 -5.95 25.459 -0.3 0.168 0.411
O -29.767 6.293 -7.075 0.102 -0.324 0.428
O -29.169 -7.541 -3.28 0.486 0.125 0.082
O -30.835 -2.693 25.225 -0.372 -0.147 0.099
O 32.602 8.092 22.063 -0.08 0.049 0.301
O 1.288 -4.162 24.389 -0.549 0.28 -0.012
O 29.172 -5.106 -4.652 -0.304 -0.324 0.343
O -32.433 -0.269 -0.501 0.085 0.105 -0.518
O 28.333 3.238 24.87 0.198 -0.065 0.022
O -23.749 1.669 -1.261 -0.208 0.241 0.107
O -17.749 -4.833 23.127 0.175 0.323 0.531
O -23.253 7.597 -1.282 0.022 -0.087 -0.116
O 19.242 0.106 24.706 0.151 -0.105 0.242
O -27.571 6.003 -5.81 -0.482 -0.119 0.343
O -22.714 -2.915 -5.771 0.386 -0.005 -0.671
O -0.325 -8.041 -3.492 0.289 -0.02 0.605
O -10.667 -5.073 25.869 0.026 -0.026 -0.44
O -20.1 -6.661 -4.213 -0.317 -0.483 0.239
O -23.265 -1.855 24.557 0.21 0.038 0.336
O 25.796 -4.453 -1.723 -0.203 0.254 -0.322
O 10.002 6.416 -1.228 0.192 0.049 -0.508
O 5.928 7.266 25.773 -0.14 -0.431 0.319
O -24.069 0.871 -3.775 -0.269 -0.364 0.213
O 30.342 -3.047 -0.459 -0.066 0.109 -0.196
O 15.137 -5.698 24.85 -0.197 -0.146 0.492
O 24.172 0.258 25.105 0.201 -0.094 0.543
O -24.121 2.125 -6.072 0.354 -0.145 0.107
O -31.859 -5.083 -3.281 0.253 0.121 0.312
O -10.379 -7.672 25.177 0.503 -0.188 0.328
O -2.368 -0.576 -5.871 -0.125 -0.734 0.036
O 5.049 3.057 25.35 0.248 0.198 -0.292
O -16.152 -5.435 -0.228 -0.089 -0.119 -0.465
O 15.409 7.769 -3.955 0.245 -0.178 -0.072
O 25.245 6.825 -6.589 0.093 -0.325 0.221
O 28.221 5.477 -0.977 0.36 0.453 0.022
O -9.615 6.466 24.133 -0.363 -0.366 0.492
O 30.03 0.066 22.07 0.09 0.065 0.374
O -29.586 3.353 -3.63 0.294 0.065 -0.723
O 13.029 -2.669 -7.058 -0.267 -0.436 0.104
O 4.433 -5.769 -5.865 0.267 0.423 -0.578
O 1.09 6.845 -5.161 -0.111 -0.53 -0.694
O -10.602 -2.24 -3.696 -0.401 -0.24 0.318
O -22.773 1.19 23.217 0.2 -0.544 0.155
O -17.53 7.107 25.904 0.177 -0.682 0.246
O -9.807 -1.798 -6.183 -0.036 -0.29 -0.054
O 16.004 -5.25 -0.426 -0.181 0.108 -0.527
O -30.971 -1.263 22.999 0.496 0.039 0.085
O 24.654 -6.521 26.304 -0.122 0.188 -0.052
O -13.25 1.249 25.883 0.285 0.101 0.245
O -23.016 4.449 -6.795 0.183 0.256 -0.286
O 13.386 -3.983 -4.789 0.174 0.123 0.137
O 26.795 4.607 -2.971 0.376 0.068 -0.202
O 28.295 -4.141 -2.457 0 0.388 0.103
O -19.439 5.045 22.112 -0.159 0.007 0.402
O 27.146 2.716 22.065 -0.01 -0.174 0.385
O 25.842 -4.46 -6.287 -0.559 0.043 0.21
O -16.489 -2.799 22.217 -0.174 -0.18 0.135
O -10.821 2.746 22.251 0.035 -0.087 0.408
O -25.534 -2.507 -6.585 0.328 0.311 -0.229
O -23.291 -3.683 -1.217 0.113 0.655 -0.257
O -11.119 5.555 -0.4 -0.034 0.126 -0.394
O -15.232 1.94 24.32 0.56 -0.282 -0.184
O 17.094 3.72 25.494 0.38 0.141 0.217
O 3.325 -0.657 -2.898 0.106 -0.121 0.443
O -25.802 -1.58 25.417 -0.459 -0.787 -0.107
O -0.066 -5.564 -0.371 -0.261 -0.113 -0.153
O 10.013 -7.101 -2.134 -0.007 -0.269 0.317
O -16.058 3.99 -4.709 0.295 -0.173 -0.55
O -9.726 3.791 -1.596 0.348 -0.069 -0.227
O -16.919 -7.242 22.356 -0.04 -0.553 0.254
O -16.163 6.179 -6.006 0.554 0.339 0.3
O -9.309 -5.946 -5.455 0.225 0.093 0.189
O -21.517 -6.667 25.489 0.399 0.133 -0.174
O -16.267 -2.531 25.591 -0.261 -0.242 -0.394
O -21.737 0.091 -0.357 -0.147 -0.075 -0.305
O -29.207 7.453 -1.059 -0.016 -0.2 -0.35
O -32.022 -0.86 -5.856 -0.117 -0.027 -0.768
O -18.681 1.86 -0.934 -0.491 -0.203 -0.049
O -24.608 -5.493 22.151 0.01 0.097 0.412
O 15.447 1.729 25.878 -0.633 -0.037 0.133
O -15.232 -1.586 -0.99 -0.103 -0.263 -0.342
O -13.159 1.414 -1.058 -0.186 -0.095 -0.388
O -17.836 7.058 -1.201 -0.583 -0.009 -0.049
O -1.536 -6.992 -5.575 0.436 -0.044 -0.151
O -13.317 -2.868 -0.144 0.045 0.071 -0.432
O -17.602 -0.953 -1.858 0.026 0.101 0.036
O -12.434 1.052 23.365 -0.408 -0.418 0.062
O 9.002 -0.136 25.083 0.148 -0.342 0.277
O -6.611 -6.198 -5.69 0.254 -0.117 0.353
O -6.939 1.762 -1.296 -0.28 0.473 -0.185
O 8.471 -3.983 -5.627 -0.725 0.153 0.002
O -7.31 -1.078 -6.52 0.507 -0.025 0.546
O -15.52 7.478 -2.431 -0.067 -0.366 0.104
O 28.65 4.042 -5.975 0.114 -0.071 0.29
O -7.454 6.495 22.705 -0.264 -0.119 0.255
O 0.744 -3.47 -3.461 0.001 -0.012 0.216
O 14.173 -6.26 -3.864 0.045 -0.164 0.731
O 19.159 0.825 -6.497 0.422 -0.36 -0.133
O -9.622 -1.026 23.314 0.3 0.431 0.068
O -20.679 -7.247 -6.758 0.482 -0.246 -0.254
O -24.024 -1.862 -3.748 0.294 0.359 0.211
O -11.041 0.03 -0.262 -0.007 0.194 -0.367
O -19.363 -4.963 -6.127 0.186 -0.028 -0.111
O 15.209 5.292 -3.302 0.115 -0.236 -0.339
O -8.811 4.254 23.137 0.12 -0.326 0.211
O -21.607 5.598 -0.522 -0.21 -0.213 -0.487
O 15.305 2.859 -2.603 -0.309 0.061 0.197
O -16.372 -3.403 -3.326 0.532 -0.175 0.361
O -27.026 2.775 -3.313 0.094 -0.548 -0.158
O -6.188 6.458 -5.674 0.357 0.335 0.108
O -14.27 -6.922 -1.158 0.202 0.392 -0.264
O -8.192 8.158 -0.274 0.16 -0.29 -0.326
O 28.242 -3.459 -6.291 0.22 0.38 -0.23
O -9.852 -7.602 22.712 0.094 0.081 0.179
O 14.846 -7.16 -6.198 -0.483 -0.189 -0.084
O -18.386 4.815 -5.718 -0.166 -0.465 0.272
O -8.02 -2.325 -3.213 0.628 0.292 -0.387
O -31.264 -3.441 -5.358 -0.046 -0.182 -0.132
O 18.929 -5.396 -5.621 0.465 -0.132 0.053
O -14.606 -6.263 23.13 -0.045 -0.096 0.108
O -4.246 6.677 -2.424 0.221 -0.141 -0.336
O 25.427 -6.977 -6.557 -0.452 0.08 -0.154
O -18.243 -5.279 -3.025 0.335 -0.137 -0.351
O 6.45 4.616 -7.006 0.103 -0.016 -0.283
O 17.368 3.87 -3.824 0.092 -0.266 -0.008
O 7.06 -4.447 24.796 0.241 -0.066 -0.561
O -19.557 -0.689 -5.941 0.067 -0.135 -0.082
O 6.042 6.371 -3.261 0.484 -0.181 0.276
O 27.91 -6.02 -6.79 0.28 -0.636 -0.013
O -24.394 3.342 -3.342 0.238 0.401 -0.355
O -23.46 6.689 23.289 -0.319 -0.053 -0.027
O -1.689 -3.059 -3.982 -0.351 0.249 -0.514
O -21.882 -5.361 -5.746 -0.186 -0.19 -0.148
O -21.741 -8.064 22.192 -0.171 -0.164 0.555
O 10.221 -3.198 -3.832 0.228 -0.307 0.082
O 9.767 -1.658 -5.888 0.381 -0.123 0.181
O 17.684 -7.091 -1.455 -0.292 -0.13 -0.331
O -8.198 -5.47 22.394 -0.159 0.142 0.274
O 6.58 2.224 -5.748 -0.053 -0.077 -0.06
O 12.694 4.682 22.902 -0.145 0.013 0.641
O -12.614 -6.563 24.889 -0.218 -0.185 -0.199
O -5.465 3.792 -5.448 -0.032 -0.043 -0.387
O 30.294 -1.267 25.842 -0.122 -0.526 0.471
O 8.956 -6.207 -4.213 -0.053 0.218 0.405
O -21.525 3.055 22.095 -0.173 0.133 0.548
O 16.945 0.84 -2.974 0.324 0.464 -0.07
O -4.853 -2.271 -3.849 -0.246 -0.014 -0.24
O 26.196 3.672 -6.789 0.189 0.23 0.271
O 31.276 3.794 -5.922 0.302 -0.091 -0.142
O -21.314 4.012 -4.864 0.222 0.131 0.079
O -12.169 3.265 -2.516 -0.133 0.343 0.174
O -17.121 -3.746 -5.76 0.121 -0.377 0.038
O -16.025 -7.053 25.908 -0.094 -0.202 -0.544
O -17.553 1.971 23.03 0.015 0.117 0.117
O -20.671 5.816 -6.603 -0.213 0.479 -0.078
O 3.527 8.09 25.64 -0.573 -0.145 0.067
O -10.962 -5.524 -3.381 -0.27 0.123 -0.084
O 6.944 -1.784 25.453 -0.489 0.07 0.063
O 5.365 -1.827 -3.981 0.071 -0.471 -0.444
O -25.695 4.506 23.116 -0.014 0.646 -0.19
O -20.942 -1.866 23.265 0.188 -0.259 0.481
O -25.345 -3.932 -2.768 -0.489 -0.044 -0.007
O -6.487 6.39 -1.117 -0.193 0.069 -0.371
O -24.53 -4.816 -5.946 -0.258 -0.398 0.183
O 0.132 2.703 25.589 -0.042 -0.513 0.16
O -9.138 0.704 -5.648 -0.182 0.283 -0.052
O 21.94 4.641 25.55 -0.11 0.531 0.108
O -21.624 -3.964 24.892 0.614 -0.024 0.004
O 32.147 6.96 -4.652 -0.401 -0.003 0.592
O 29.32 -0.306 -5.794 0.059 0.009 0.29
O 19.157 -0.617 -2.951 0.077 -0.49 -0.041
O -22.655 6.319 -4.936 0.317 -0.179 0.675
O 23.633 2.796 25.09 0.358 -0.104 -0.061
O -32.298 3.524 -3.817 -0.262 -0.179 -0.049
O -11.906 -6.619 -5.468 -0.098 0.03 -0.117
O -10.067 -6.633 -1.167 -0.004 -0.518 -0.222
O -29.309 -1.132 -2.323 0.273 0.22 0.292
O 32.258 6.58 25.123 0.311 0.279 -0.205
O -19.192 -0.013 22.358 0.229 0.21 0.679
O -32.579 -0.711 25.004 -0.351 0.069 -0.486
O -3.859 4.686 23.296 -0.349 0.241 0.253
O 3.38 -2.574 25.273 0.615 -0.044 0.002
O -11.07 -2.797 22.277 -0.211 -0.199 0.504
O -29.744 -1.367 -4.831 0.579 -0.465 0.065
O -7.933 4.511 -5.306 -0.283 -0.207 0.241
O 31.446 -7.737 -6.766 -0.211 -0.122 -0.425
O -26.156 5.247 -3.721 -0.276 0.351 0.156
O 24.305 -1.168 -3.113 0.254 0.174 0.221
O -20.077 -1.614 -1.291 -0.173 -0.239 -0.24
O 22.484 -1.093 -1.26 -0.321 0.138 0.034
O -16.495 1.451 -4.596 -0.34 0.065 -0.355
O -22.824 -3.578 22.662 0.048 -0.09 -0.08
O 26.867 1.419 26.106 -0.326 -0.317 -0.173
O 18.973 -2.665 -0.359 -0.305 -0.003 -0.249
O -25.65 -7.628 -1.298 -0.344 -0.474 -0.19
O -17.343 6.013 -3.605 -0.275 -0.38 0.234
O -14.694 -2.776 -5.298 0.331 -0.583 0.264
O -25.241 -1.075 22.92 0.298 0.27 -0.001
O -5.118 2.419 -3.148 0.146 0.058 0.614
O -8.18 -8.141 -6.3 -0.337 -0.265 0.164
O -26.389 -6.256 25.889 -0.143 0.514 -0.393
O 4.337 3.568 -5.663 -0.308 0.263 -0.297
O -24.417 0.495 24.951 -0.507 0.104 0.477
O 27.642 -1.456 25.87 0.273 0 0.301
O -29.981 5.391 21.976 0.095 0.053 0.522
O -22.992 -4.483 -3.718 0.343 0.13 -0.079
O 20.071 -6.97 -2.538 -0.143 0.366 -0.19
O 32.245 1.48 -5.184 0.285 -0.091 -0.343
O -19.611 -6.401 22.459 -0.199 0.137 0.278
O -13.863 8.11 -6.119 -0.437 -0.034 0.226
O 21.829 7.814 25.205 0.249 -0.299 0.263
O -28.549 -7.873 -5.923 0.274 0.487 -0.158
O 12.361 -2.301 22.58 -0.09 -0.25 -0.036
O -29.398 1.225 22.873 -0.12 -0.23 0.073
O -22.189 1.66 25.794 0.481 -0.112 -0.321
O 14.48 0.708 -3.892 0.153 -0.195 -0.564
O -15.547 -0.091 25.87 -0.531 -0.03 0.271
O -19.45 4.261 -1.316 0.222 0.291 -0.47
O 22.299 -2.796 -3.29 0.278 0.017 -0.528
O 11.775 -5.359 -3.22 -0.332 0.375 -0.111
O 2.178 -5.403 -2.621 -0.189 0.089 0.494
O -10.784 4.949 -3.805 0.318 0.397 0.081
O 9.466 3.971 -1.99 -0.047 -0.019 0.315
O 6.949 -5.997 -5.918 -0.07 -0.098 -0.514
O 12.774 -4.404 24.264 -0.183 -0.253 0.396
O 30.949 -2.223 -6.358 0.069 -0.318 0.16
O -26.997 0.734 25.979 -0.129 -0.101 -0.357

Results
total energy: -406620.380 eV
total energy less fixed offsets of O -438.25, Si -107.07 eV per atom: -7.580 eV
